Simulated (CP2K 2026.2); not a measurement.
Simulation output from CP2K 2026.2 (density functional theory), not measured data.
Periodic cell of 1896 atoms, Si1352O544, from a study of silicon, its oxide and their interface. The atomic structure is a simulated model.
Doubt: the forces sum to 8.08 eV/angstrom along one axis rather than to zero, so they err by at least 0.0043 eV/angstrom per atom on average; the grid cutoff is modest.

Settings
functional: PBE
method: Gaussian and plane waves
basis set: DZVP-MOLOPT-SR-GTH
pseudopotentials: GTH-PBE
grid cutoff: 300 Ry, relative cutoff 40 Ry
k points: Gamma only
occupations: fixed
spin: none
net charge: 0

Cell vectors (angstrom)
a 16.332 0 0
b 0 65.328 0
c 0.1088 -0.0556 31.9053

Atoms and the computed forces on them: element, x, y, z (angstrom), force x, y, z (eV/angstrom)
Si -0.254 0.119 -0.25 -0.138 0.058 -0.04
Si 2.51 2.503 -0.054 -0.033 0.332 0.441
Si -0.591 5.53 0.585 0.536 -0.147 -0.103
Si 2.552 7.375 -0.436 -0.361 -0.268 0.476
Si -0.321 11.07 0.002 -0.183 0.214 0.416
Si 2.387 13.7 -0.099 0.152 -0.157 0.694
Si 0.286 15.984 -0.038 -0.059 0.141 0.668
Si 2.759 19.756 -0.729 -0.005 0.136 0.091
Si 1.547 23.299 1.102 -0.387 -0.204 0.243
Si 4.345 26.274 1.271 -0.007 -0.013 -0.017
Si 1.315 27.92 -0.628 -0.56 0.161 0.058
Si 4.233 29.002 -1.176 0.589 0.298 0.264
Si -0.519 33.119 0.155 -0.246 0.197 0.394
Si 2.09 35.349 -0.233 -0.261 -0.348 0.536
Si 0.259 37.846 0.208 -0.132 -0.003 0.78
Si 2.325 41.225 -1.975 -0.07 -0.055 0.642
Si 0.401 43.191 0.176 0.181 -0.182 0.494
Si 2.575 46.198 0.077 0.161 0.008 0.711
Si -7.261 47.118 -1.642 -0.395 -0.077 0.398
Si 2.487 52.123 -0.121 0.308 0.359 0.545
Si 0.227 54.214 -0.074 -0.439 0.35 0.169
Si 1.312 55.836 1.285 0.037 0.004 0
Si 0.037 60.293 -0.388 0.368 0.372 0.435
Si 3.184 62.132 0.085 -0.039 0.033 -0.011
Si 5.906 -0.613 0.115 -0.231 -0.072 0.619
Si 8.566 2.835 -0.621 0.507 0.268 0.483
Si 4.984 5.681 -1.182 0.004 0.083 0.107
Si 7.269 7.791 -0.716 0.164 -0.114 0.534
Si 5.787 10.517 -0.091 -0.008 0.198 0.61
Si 7.957 13.816 -0.317 0.756 0.448 -0.051
Si 5.546 15.819 -0.805 -0.37 -0.373 0.266
Si 8.647 20.082 -0.475 0.467 0.068 0.456
Si 6.991 22.828 -0.599 0.023 0.464 0.436
Si 8.353 24.858 -0.77 -0.399 0.242 0.459
Si 7.191 29.03 1.645 0.093 0.075 0.033
Si 10.589 29.635 -4.187 0.012 0.035 -0.133
Si 4.213 31.372 -0.938 0.075 -0.431 0.454
Si 7.525 35.416 -0.387 -0.131 0 0.014
Si 5.715 37.9 0.16 0.093 0.033 0.643
Si 9.547 39.847 -2.049 0.024 0.029 -0.122
Si 5.569 43.265 -0.144 -0.288 0.274 0.709
Si 9.203 47.802 1.513 0.036 -0.058 -0.005
Si 5.394 48.929 0.293 -0.331 0.365 0.149
Si 8.203 51.376 0.055 0.288 -0.33 0.417
Si 4.812 55.028 0.038 -0.052 -0.04 -0.04
Si 8.106 57.008 0.02 -0.095 0.064 0.542
Si 4.921 60.314 0.267 -0.314 0.209 0.54
Si 6.672 61.167 1.613 -0.021 0.019 -0.016
Si 11.364 -0.618 0.248 0.371 -0.103 0.512
Si 14.831 2.123 -0.436 0.64 -0.342 0.187
Si 11.138 5.371 -0.348 -0.507 0.318 0.352
Si 12.146 8.655 -1.224 -0.396 -0.475 0.321
Si 10.64 10.111 -0.16 0.032 -0.723 0.289
Si 12.504 12.177 1.469 0.408 0.453 0.212
Si 12.728 14.21 -1.944 -0.038 0.065 0.045
Si 15.163 20.64 1.262 0.049 -0.026 0.019
Si 11.605 21.802 0.196 0.252 -0.181 0.378
Si 13.931 25.18 0.418 -0.002 -0.104 0.636
Si 11.401 27.023 0.004 -0.422 0.104 0.667
Si 14.402 29.549 -2.644 0.445 -0.074 -0.175
Si 8.938 30.736 1.599 -0.194 -0.193 0.585
Si 14.051 34.821 0.069 0.014 -0.022 0.06
Si 11.454 38.23 -0.348 0.139 0.252 0.621
Si 13.694 41.104 -0.056 0.113 -0.258 0.589
Si 11.384 43.26 -0.008 -0.34 0.172 0.603
Si 14.385 47.217 -1.917 -0.005 -0.067 0.136
Si 9.68 49.455 -0.14 -0.489 0.147 0.362
Si 13.839 51.472 -0.173 0.08 0.1 0.609
Si 10.365 54.768 -0.045 0.091 -0.194 0.651
Si 13.365 57.094 -0.012 0.021 -0.004 0.584
Si 9.92 60.075 -0.248 -0.19 -0.168 0.415
Si 13.158 63.065 0.254 -0.189 0.281 0.601
Si 1.461 0.945 1.298 -0.046 -0.101 0.053
Si 4.076 3.926 1.169 -0.392 -0.406 0.298
Si 1.292 6.619 1.391 0.001 0.054 -0.011
Si 4.293 9.437 1.313 0.155 0.306 0.457
Si 1.338 12.139 1.3 -0.049 -0.01 -0.046
Si 4.112 14.85 0.973 0.024 -0.025 -0.075
Si 1.462 17.614 1.212 -0.415 -0.277 0.274
Si 4.524 20.932 1.463 0.118 0.197 0.51
Si 0.34 21.755 -0.167 0.019 0.143 0.679
Si 3.095 25.461 -0.544 0.386 0.235 0.328
Si 0.657 28.051 1.577 0.052 0.052 -0.013
Si 4.564 31.828 1.398 0.037 0.034 0.003
Si 1.181 34.057 1.47 0.003 0.045 -0.021
Si 4.214 36.692 1.434 0.12 0.311 0.378
Si 1.338 39.492 1.499 0.003 -0.058 -0.017
Si 4.01 42.229 1.347 0.064 -0.016 -0.023
Si 1.381 44.837 1.525 0.059 -0.06 -0.079
Si 5.392 46.23 2.766 0.007 -0.013 0.085
Si 1.023 50.082 1.642 0.08 0.168 0.679
Si 3.893 53.248 1.373 -0.011 -0.041 -0.069
Si 3.184 56.827 0.187 0.064 -0.264 0.483
Si 4.031 58.536 1.549 -0.01 0.051 0.006
Si 1.384 61.246 1.296 -0.006 -0.061 -0.039
Si 4.232 63.71 1.417 0.075 -0.023 -0.015
Si 6.822 1.097 1.387 -0.211 -0.318 0.479
Si 9.749 4.034 1.04 0.049 -0.059 -0.092
Si 7.554 7.388 1.513 -0.076 -0.107 0.121
Si 9.224 9.146 1.548 0.052 0.032 -0.085
Si 6.669 11.951 1.592 -0.415 -0.551 0.008
Si 9.6 14.877 1.016 -0.578 -0.389 0.283
Si 6.852 17.897 1.057 0.092 -0.175 0.789
Si 9.889 20.702 1.359 -0.037 0.082 0.037
Si 6.248 22.653 1.553 -0.011 -0.062 0.082
Si 9.568 25.885 1.1 -0.036 -0.071 -0.104
Si 5.821 27.843 0.194 -0.03 -0.006 -0.071
Si 10.716 32.072 -0.327 0.048 -0.129 0.127
Si 6.24 33.579 1.53 -0.161 -0.235 0.463
Si 9.486 36.703 1.521 0.135 0.196 0.66
Si 6.782 39.504 1.502 -0.037 -0.021 -0.071
Si 9.57 42.33 1.263 0.028 0.006 -0.024
Si 6.666 44.919 1.219 0.077 0.001 0.021
Si 7.627 46.748 0.105 0.301 -0.221 0.095
Si 6.669 50.41 1.555 0.001 0.061 -0.028
Si 9.316 53.09 1.256 -0.006 0.004 0.026
Si 6.601 55.825 1.36 0.009 -0.027 -0.001
Si 9.272 58.526 1.39 0.03 -0.015 -0.027
Si 8.066 62.499 0.322 0.053 0.042 0.46
Si 9.591 63.836 1.532 -0.01 0.005 -0.015
Si 12.4 1.202 1.388 -0.382 -0.275 0.217
Si 16.61 3.439 0.205 0.056 0.132 -0.136
Si 12.173 6.695 1.402 -0.009 -0.028 -0.114
Si 15.008 9.428 1.345 0.002 0.028 -0.003
Si 14.333 12.884 0.113 0.16 -0.281 0.621
Si 15.087 14.814 1.296 -0.016 0.024 0.011
Si 12.586 18.072 1.113 0.052 -0.067 -0.016
Si 13.307 20.082 -0.019 -0.072 0.024 0.023
Si 12.641 23.441 1.456 0.058 0.121 0.07
Si 15.297 26.364 1.839 0.046 -0.011 -0.005
Si 12.24 28.661 1.447 -0.004 -0.017 -0.075
Si 14.81 31.448 1.446 0.034 -0.002 -0.018
Si 12.27 34.05 1.492 0.492 0.368 0.154
Si 14.959 36.624 1.389 -0.013 0.021 -0.027
Si 12.453 39.54 1.271 0.036 0.025 -0.091
Si 15.033 42.263 1.457 0.026 -0.014 -0.024
Si 12.153 44.895 1.518 -0.155 -0.393 0.321
Si 14.941 48.058 1.127 -0.464 0.258 0.381
Si 12.206 50.444 1.194 0.23 0.191 0.328
Si 15.007 53.003 1.259 -0.094 0.006 -0.055
Si 12.072 55.695 1.33 -0.002 0.024 0.015
Si 14.579 58.528 1.389 -0.088 -0.373 0.32
Si 12.202 61.315 1.453 0.274 0.273 0.442
Si 14.989 64.016 1.318 0.019 -0.061 -0.026
Si 0.237 2.57 2.48 0.063 0.012 0.111
Si 2.844 -0.256 2.702 -0.006 0.004 -0.033
Si 0.11 8.161 2.708 0.059 0.098 0.027
Si 2.804 5.316 2.635 -0.021 -0.019 -0.007
Si 0.111 13.558 2.741 -0.017 -0.025 0.007
Si 2.795 10.796 2.6 0.018 -0.012 -0.032
Si 0.069 19.05 2.525 0.034 -0.001 0.007
Si 2.903 16.29 2.515 -0.018 -0.06 0.007
Si 0.175 24.55 2.692 0.008 -0.072 0.037
Si 2.754 21.929 2.645 0.011 0.001 0.024
Si -0.137 29.979 2.681 -0.029 -0.015 0.025
Si 2.673 27.275 2.668 -0.041 0.013 -0.03
Si -0.032 35.441 2.886 -0.025 0.003 -0.027
Si 2.728 32.713 2.647 0 -0.034 0.023
Si -0.054 40.82 2.848 -0.004 -0.011 -0.042
Si 2.783 38.117 2.74 0.016 -0.015 -0.025
Si 0.02 46.075 2.914 0.355 -0.186 0.391
Si 2.805 43.566 2.849 0.018 0.003 -0.037
Si -0.132 51.72 2.841 0.034 -0.036 0.028
Si 2.644 48.92 2.851 -0.07 0.02 0.041
Si -0.128 57.209 2.594 -0.009 0 -0.01
Si 2.571 54.513 2.814 -0.003 0.071 -0.004
Si 0.011 62.596 2.65 -0.043 -0.018 -0.01
Si 2.57 59.838 2.806 -0.031 0.009 -0.031
Si 5.448 2.593 2.6 0.058 0.027 -0.063
Si 8.276 -0.045 2.813 -0.026 0.036 -0.004
Si 5.658 8.163 2.742 -0.019 -0.017 -0.033
Si 8.379 5.397 2.502 -0.02 -0.028 -0.022
Si 5.264 13.515 2.628 0.039 0.048 -0.014
Si 8.204 10.769 2.868 -0.027 -0.044 0.088
Si 5.543 19.131 2.594 0 -0.032 -0.002
Si 8.164 16.299 2.374 0.007 0.028 -0.05
Si 5.386 24.578 2.615 -0.022 0 -0.014
Si 8.198 21.799 2.66 -0.006 0.021 -0.013
Si 5.461 30.109 2.796 0.03 0.053 0.022
Si 8.27 27.211 2.669 0.067 0.045 -0.018
Si 5.391 35.318 2.878 0.059 -0.026 0.011
Si 8.044 32.617 2.724 0.017 0.003 -0.05
Si 5.338 40.844 2.755 -0.05 -0.011 -0.016
Si 8.178 38.172 2.81 0.03 -0.046 -0.01
Si 3.964 47.546 1.475 -0.066 -0.039 -0.087
Si 8.163 43.678 2.631 -0.032 0.042 0.008
Si 5.27 51.843 2.745 -0.015 -0.011 -0.01
Si 7.998 49.1 2.979 0.023 0.025 0.051
Si 5.426 57.2 2.869 0.042 0.026 -0.019
Si 7.983 54.42 2.693 0.044 0.038 -0.017
Si 5.453 62.536 2.99 -0.007 0.029 0.025
Si 8.04 59.784 2.898 -0.011 -0.016 0.009
Si 10.995 2.681 2.569 -0.039 -0.038 0.017
Si 13.686 -0.076 2.844 -0.019 -0.04 -0.015
Si 10.909 8.107 2.776 0.013 0.022 0.029
Si 13.611 5.519 2.789 -0.268 0.189 0.326
Si 10.975 13.63 2.542 -0.026 -0.041 0.026
Si 13.752 10.778 2.836 0.022 -0.006 -0.042
Si 10.99 19.044 2.586 0.031 -0.029 -0.048
Si 13.729 16.401 2.481 0.005 0.025 -0.011
Si 10.908 24.569 2.608 0.023 0.039 0.032
Si 13.805 21.877 2.754 0.02 -0.031 -0.034
Si 10.782 29.877 2.827 -0.082 0.036 -0.021
Si 13.569 27.417 2.957 -0.032 0.016 0.078
Si 10.96 35.465 2.819 -0.046 -0.015 0.018
Si 13.551 32.72 2.921 -0.024 0.061 -0.052
Si 10.925 40.874 2.594 0.023 -0.035 0.007
Si 13.64 38.104 2.693 0.047 -0.002 0.025
Si 10.708 46.351 2.721 -0.006 0.006 0.005
Si 13.673 43.649 2.812 -0.05 0.031 -0.012
Si 10.812 51.789 2.607 0.023 0.023 -0.04
Si 13.42 49.042 2.632 0.121 0.019 -0.042
Si 10.803 57.2 2.674 0.025 -0.022 0.018
Si 13.544 54.358 2.624 0.038 -0.032 0.001
Si 10.839 62.488 2.935 0.038 -0.036 -0.008
Si 13.44 59.885 2.858 -0.069 0.009 -0.002
Si 1.441 3.966 3.987 -0.021 -0.039 0.004
Si 4.105 1.265 4.026 0.001 0.037 0.008
Si 1.46 9.506 4.051 -0.037 0.046 0.022
Si 4.209 6.725 3.96 -0.023 0.015 -0.032
Si 1.508 14.977 3.976 0.032 0.007 -0.026
Si 4.008 12.199 4.064 -0.012 -0.032 0.032
Si 1.406 20.442 3.919 0.007 -0.018 -0.009
Si 4.185 17.7 3.912 -0.009 0.035 0.012
Si 1.483 25.857 4.121 -0.017 0.008 0.004
Si 4.064 23.251 4.072 0.027 0.017 -0.043
Si 1.356 31.301 3.972 -0.002 0.016 -0.027
Si 4.024 28.672 3.995 -0.02 0.017 0.012
Si 1.359 36.831 4.141 0.015 0.018 -0.042
Si 3.956 34.044 4.186 -0.008 -0.028 -0.045
Si 1.359 42.2 4.146 -0.009 0.039 -0.049
Si 4.058 39.484 4.159 0.011 -0.028 0.015
Si 1.277 47.606 4.21 -0.036 -0.025 -0.04
Si 4.076 44.949 4.219 -0.013 0.035 0.018
Si 1.266 53.089 4.166 -0.007 -0.037 -0.033
Si 3.978 50.398 4.126 0.028 -0.001 -0.032
Si 1.231 58.458 4.117 -0.018 -0.021 0.004
Si 4.008 55.818 4.162 -0.022 -0.031 -0.02
Si 1.385 63.871 4.098 0.027 -0.089 0.002
Si 4 61.157 4.203 0.006 0.008 -0.052
Si 6.881 4.048 3.867 0.031 0.009 -0.02
Si 9.643 1.375 4.056 0.082 -0.023 -0.01
Si 6.844 9.492 4.244 0.025 -0.005 0.012
Si 9.627 6.663 4.095 -0.035 0.017 -0.061
Si 6.787 14.952 3.834 0.048 -0.011 -0.057
Si 9.626 12.268 3.978 0.02 0.06 0.009
Si 6.913 20.383 4.039 -0.007 0.027 -0.048
Si 9.538 17.64 3.853 -0.039 -0.022 -0.027
Si 6.831 25.857 3.963 0.028 -0.012 0.017
Si 9.543 23.194 3.985 0.016 0.015 -0.019
Si 6.767 31.374 4.25 -0.059 -0.021 -0.008
Si 9.541 28.473 4.195 -0.03 -0.006 0.031
Si 6.796 36.757 4.115 0.015 0.049 0.006
Si 9.491 34.02 4.01 -0.028 0.012 0.041
Si 6.784 42.264 4.007 0.015 0.002 -0.053
Si 9.57 39.565 4.07 -0.004 -0.001 -0.023
Si 6.673 47.64 4.203 0.003 -0.033 0.005
Si 9.412 45.002 4.12 0.01 0.003 0.05
Si 6.693 53.104 4.147 -0.009 -0.015 0.005
Si 9.511 50.453 4.128 0.003 -0.007 0.008
Si 6.756 58.461 4.297 0.003 0.001 0.041
Si 9.432 55.792 4.032 -0.007 0.003 -0.031
Si 6.872 63.95 4.198 -0.013 0.012 -0.02
Si 9.455 61.14 4.23 -0.014 0 -0.012
Si 12.344 3.993 4.033 -0.062 -0.014 -0.039
Si 15.085 1.388 4.002 -0.004 0.078 -0.118
Si 12.302 9.466 4.111 0.02 -0.017 0.004
Si 15.026 6.85 4.108 0.022 -0.01 -0.023
Si 12.303 15.058 3.882 -0.014 -0.018 -0.02
Si 15.085 12.22 4.111 0.037 0.019 0.042
Si 12.339 20.433 3.967 0.001 -0.042 -0.018
Si 15.063 17.696 3.931 0.028 -0.035 0.037
Si 12.203 25.894 4.093 -0.007 -0.018 -0.015
Si 15.137 23.195 4.098 0.028 0.12 0.017
Si 12.143 31.308 4.147 0.01 -0.049 -0.034
Si 14.924 28.758 4.246 0.011 -0.015 -0.006
Si 12.269 36.847 4.144 0.015 -0.009 -0.005
Si 14.936 34.084 4.212 0.017 0.022 -0.005
Si 12.22 42.243 4.042 -0.045 0.023 0
Si 14.913 39.47 4.149 -0.058 -0.006 0.009
Si 12.171 47.648 4.057 0.046 -0.06 0.017
Si 14.965 44.875 4.311 -0.012 0.007 0.044
Si 12.191 53.059 4.061 0.014 -0.031 -0.008
Si 14.797 50.343 4.114 0.014 -0.018 0.014
Si 12.124 58.479 4.171 -0.001 -0.009 -0.004
Si 14.899 55.78 3.994 -0.016 0.007 0
Si 12.282 63.892 4.17 0.025 -0.003 0.008
Si 14.957 61.238 4.063 0.036 0.026 -0.01
Si 0.059 -0.004 5.405 0.054 -0.003 -0.03
Si 2.774 2.645 5.403 -0.012 0.035 0.005
Si 0.076 5.386 5.351 -0.026 -0.049 -0.02
Si 2.836 8.104 5.352 0.002 0.024 -0.014
Si 0.107 10.861 5.45 0.021 0.021 0.022
Si 2.74 13.603 5.431 -0.02 -0.029 0.019
Si 0.092 16.342 5.304 -0.023 0.005 0.006
Si 2.779 19.057 5.273 -0.01 -0.001 -0.015
Si 0.094 21.753 5.402 -0.012 -0.021 -0.04
Si 2.757 24.514 5.522 -0.027 -0.022 0.036
Si 0.011 27.245 5.396 0.032 -0.021 -0.04
Si 2.682 29.977 5.402 -0.016 -0.02 0.009
Si 0.006 32.657 5.415 0.006 -0.009 -0.012
Si 2.658 35.445 5.514 -0.003 0.012 0.022
Si -0.028 38.158 5.497 0.015 -0.003 0.028
Si 2.691 40.845 5.512 0.011 -0.035 0.01
Si 0.015 43.516 5.586 0.051 0.007 -0.005
Si 2.673 46.287 5.565 0.005 -0.013 -0.008
Si -0.11 49.014 5.498 -0.017 0.023 0.002
Si 2.635 51.729 5.524 0.008 0.011 0.009
Si -0.097 54.462 5.481 0.003 0.043 -0.036
Si 2.64 57.154 5.512 0.04 0.024 0.017
Si -0.063 59.857 5.474 -0.002 0.012 0.011
Si 2.693 62.546 5.539 -0.017 0.036 0.002
Si 5.478 -0.007 5.474 -0.039 -0.034 -0.023
Si 8.222 2.733 5.351 0.002 0 -0.024
Si 5.55 5.375 5.336 -0.005 -0.026 0.013
Si 8.248 8.06 5.453 -0.03 0.004 -0.023
Si 5.444 10.907 5.454 0.007 0.049 -0.019
Si 8.184 13.633 5.268 0.011 0 0.017
Si 5.513 16.322 5.296 -0.024 -0.033 -0.041
Si 8.243 18.985 5.341 0.027 -0.024 -0.001
Si 5.481 21.793 5.32 0.017 0.01 -0.039
Si 8.172 24.514 5.372 0.004 0.009 -0.013
Si 5.425 27.242 5.301 0.006 -0.004 -0.02
Si 8.141 29.91 5.473 0.02 0.004 -0.031
Si 5.364 32.719 5.529 0.03 0.001 0
Si 8.157 35.382 5.423 0.009 -0.04 -0.01
Si 5.438 38.128 5.474 0.008 -0.003 -0.019
Si 8.155 40.917 5.399 -0.022 0.003 -0.006
Si 5.466 43.577 5.496 -0.011 -0.029 -0.004
Si 8.088 46.325 5.54 0.012 0.005 0.008
Si 5.336 49.041 5.528 -0.001 0.002 -0.027
Si 8.116 51.767 5.501 0.024 -0.001 -0.019
Si 5.368 54.45 5.535 0.008 0.021 0.016
Si 8.157 57.087 5.554 0.024 0.01 0.011
Si 5.384 59.841 5.583 -0.028 0.002 0.015
Si 8.175 62.565 5.566 -0.004 0.011 0.021
Si 10.948 -0.002 5.466 -0.001 -0.011 0
Si 13.711 2.679 5.413 -0.049 -0.016 0.025
Si 11.001 5.351 5.444 0.071 0.061 -0.013
Si 13.667 8.155 5.493 0.024 0.028 -0.01
Si 10.938 10.896 5.388 -0.048 0.001 0
Si 13.641 13.65 5.311 -0.017 0.008 -0.038
Si 10.912 16.341 5.287 0.002 0.017 0.019
Si 13.677 19.046 5.321 0.018 -0.005 -0.013
Si 10.92 21.78 5.309 0.019 0.006 -0.013
Si 13.646 24.517 5.375 0.005 0.044 0.007
Si 10.899 27.179 5.547 0.021 -0.012 0.015
Si 13.524 30.03 5.56 -0.02 0.003 -0.001
Si 10.791 32.688 5.45 -0.016 0.057 0.01
Si 13.569 35.454 5.516 0.008 0.022 -0.01
Si 10.87 38.19 5.464 0.016 0.005 0.001
Si 13.539 40.873 5.454 0.041 0.019 0
Si 10.838 43.614 5.416 -0.019 -0.012 -0.01
Si 13.544 46.326 5.495 -0.024 0.013 0.009
Si 10.862 49.037 5.471 -0.001 0.028 -0.012
Si 13.51 51.719 5.503 -0.02 -0.023 0.002
Si 10.831 54.445 5.42 -0.019 0.005 -0.016
Si 13.565 57.114 5.445 0.003 -0.003 -0.017
Si 10.833 59.817 5.582 0.001 -0.012 0.021
Si 13.648 62.556 5.51 -0.008 0.005 -0.017
Si 1.417 1.322 6.798 0.013 0 -0.006
Si 4.163 4.037 6.723 0.015 -0.016 0.001
Si 1.444 6.757 6.718 0.016 0.015 -0.012
Si 4.119 9.493 6.777 -0.014 -0.009 -0.006
Si 1.404 12.255 6.813 -0.025 0.023 0.016
Si 4.154 14.979 6.712 0.017 0.002 0.006
Si 1.421 17.713 6.682 0.005 -0.008 0.002
Si 4.113 20.416 6.68 0.003 0.01 -0.014
Si 1.394 23.11 6.807 -0.011 0.004 0.006
Si 4.133 25.902 6.773 0.007 0.008 -0.002
Si 1.352 28.591 6.763 0.009 0.024 -0.003
Si 4.016 31.311 6.804 -0.005 -0.021 0.02
Si 1.305 34.041 6.808 -0.005 -0.007 -0.003
Si 4.052 36.794 6.834 0.007 0.01 -0.003
Si 1.313 39.514 6.866 -0.03 0.012 0.008
Si 4.068 42.226 6.838 0.018 -0.007 0.006
Si 1.329 44.93 6.926 0.018 -0.029 0.003
Si 4.011 47.679 6.914 -0.027 0.021 -0.005
Si 1.276 50.364 6.88 -0.004 -0.005 0.009
Si 4.031 53.063 6.894 0.006 -0.002 0
Si 1.304 55.775 6.873 0.005 -0.014 0
Si 4.03 58.47 6.913 -0.012 -0.006 0.004
Si 1.33 61.179 6.868 0.002 -0.018 -0.003
Si 4.114 63.936 6.83 -0.005 -0.004 -0.013
Si 6.872 1.374 6.771 -0.011 0.008 -0.004
Si 9.583 4.039 6.778 -0.012 -0.003 -0.001
Si 6.857 6.731 6.779 -0.015 -0.01 -0.006
Si 9.585 9.512 6.753 0.023 -0.008 -0.001
Si 6.858 12.289 6.724 0.015 0.009 -0.001
Si 9.55 14.974 6.669 -0.002 0.004 -0.004
Si 6.85 17.662 6.705 0.007 -0.004 0.005
Si 9.578 20.391 6.683 -0.019 0.012 0.017
Si 6.82 23.127 6.715 0.018 0.017 0.007
Si 9.498 25.814 6.808 -0.021 0.017 0.012
Si 6.746 28.549 6.759 -0.024 -0.004 -0.002
Si 9.479 31.298 6.813 -0.001 -0.02 -0.003
Si 6.769 34.075 6.817 -0.021 0.018 -0.001
Si 9.492 36.782 6.765 -0.02 0.007 -0.01
Si 6.795 39.538 6.777 0.002 -0.015 -0.003
Si 9.485 42.269 6.803 0.009 0.003 -0.013
Si 6.77 44.946 6.898 0.006 0.021 0.003
Si 9.496 47.684 6.858 -0.009 -0.001 0.002
Si 6.771 50.372 6.865 0.013 -0.014 -0.008
Si 9.501 53.103 6.861 -0.022 0.004 -0.007
Si 6.776 55.756 6.915 -0.006 -0.011 0.004
Si 9.505 58.449 6.935 -0.006 -0.009 0.012
Si 6.793 61.206 6.904 -0.019 0.025 -0.007
Si 9.583 63.956 6.844 0.017 -0.014 -0.011
Si 12.337 1.34 6.803 0.026 -0.043 0.023
Si 15.042 4.073 6.766 0.017 0.012 0.005
Si 12.315 6.762 6.808 -0.002 0.007 -0.001
Si 15.041 9.531 6.804 -0.012 0.01 0
Si 12.298 12.282 6.718 0.009 -0.006 0.002
Si 15.021 14.995 6.677 0.039 -0.003 0.001
Si 12.279 17.696 6.671 -0.017 -0.004 0.002
Si 15.013 20.396 6.722 -0.007 0.004 -0.003
Si 12.272 23.121 6.706 -0.002 -0.01 -0.007
Si 14.976 25.878 6.753 -0.012 0.001 0.003
Si 12.227 28.582 6.86 0.001 -0.016 0.015
Si 14.957 31.361 6.82 -0.004 0.033 -0.007
Si 12.171 34.06 6.788 0.017 -0.016 0.002
Si 14.94 36.8 6.846 -0.001 0.01 0
Si 12.2 39.541 6.839 -0.023 0.014 0.001
Si 14.914 42.187 6.868 0.002 -0.021 0.005
Si 12.184 44.957 6.835 0.017 -0.013 0.016
Si 14.9 47.665 6.894 -0.002 -0.02 0.008
Si 12.197 50.362 6.897 0.007 0 0.003
Si 14.906 53.077 6.857 -0.007 -0.012 -0.001
Si 12.216 55.762 6.83 0.01 -0.002 0.002
Si 14.926 58.482 6.836 0.015 -0.006 -0.012
Si 12.265 61.197 6.866 0 0.006 -0.01
Si 15.024 63.96 6.807 -0.027 0.014 -0.018
Si 0.033 2.699 13.517 0.001 0.001 -0.012
Si 2.797 -0.005 13.586 -0.022 -0.008 0.005
Si 0.024 8.221 13.5 -0.001 0 -0.021
Si 2.844 5.461 13.512 -0.013 0.018 0.005
Si -0.018 13.567 13.566 -0.004 -0.009 -0.003
Si 2.735 10.91 13.523 -0.011 -0.005 -0.018
Si -0.038 19.072 13.577 -0.014 0.023 0.023
Si 2.697 16.274 13.557 0.017 -0.008 -0.014
Si -0.017 24.514 13.506 -0.024 0.015 0.011
Si 2.689 21.761 13.527 -0.019 -0.006 -0.009
Si -0.05 29.965 13.549 -0.015 0.021 0.006
Si 2.69 27.248 13.563 -0.017 -0.011 0.016
Si -0.124 35.295 13.504 -0.013 -0.021 0.007
Si 2.613 32.642 13.527 -0.025 -0.021 0.007
Si -0.066 40.834 13.646 0.016 -0.016 0.009
Si 2.579 38.082 13.508 -0.001 0.035 -0.009
Si 0.003 46.253 13.75 0.014 -0.001 0.005
Si 2.705 43.582 13.703 0.019 -0.035 0.01
Si 0.031 51.752 13.768 -0.008 0.019 0.008
Si 2.756 48.982 13.777 -0.007 0.003 0
Si 0.046 57.232 13.735 0.002 0.015 0.009
Si 2.775 54.426 13.679 -0.006 0.022 0
Si 0.077 62.625 13.62 0.028 0.004 -0.008
Si 2.782 59.898 13.678 -0.014 0.004 0.006
Si 5.539 2.715 13.619 -0.005 0.001 0.006
Si 8.222 0.005 13.652 -0.004 -0.02 0.008
Si 5.535 8.178 13.577 -0.01 -0.011 0.009
Si 8.259 5.46 13.619 0.006 0.014 0.02
Si 5.483 13.627 13.551 -0.009 -0.007 -0.005
Si 8.238 10.918 13.619 -0.013 -0.01 0.002
Si 5.432 19.051 13.541 0.012 0.001 -0.003
Si 8.205 16.374 13.568 0 -0.011 -0.005
Si 5.391 24.507 13.566 0.002 0.025 -0.005
Si 8.075 21.762 13.596 -0.016 0.02 0.025
Si 5.365 29.893 13.518 0.013 -0.028 0.017
Si 8.081 27.16 13.483 0.002 -0.044 -0.003
Si 5.341 35.377 13.469 0.001 -0.002 -0.005
Si 8.099 32.641 13.394 0.023 0.001 -0.014
Si 5.383 40.843 13.579 0.005 -0.017 0.014
Si 8.1 38.108 13.53 0 -0.011 -0.013
Si 5.44 46.271 13.743 -0.01 -0.009 -0.007
Si 8.126 43.505 13.606 0.002 -0.036 -0.005
Si 5.494 51.674 13.741 -0.007 0.004 -0.002
Si 8.201 48.951 13.842 -0.011 -0.003 0
Si 5.541 57.179 13.69 0.004 0.009 -0.008
Si 8.246 54.426 13.774 -0.004 0.005 0.007
Si 5.498 62.623 13.64 -0.023 0.052 0.001
Si 8.248 59.883 13.689 0.004 -0.013 0.006
Si 10.927 2.765 13.582 -0.004 -0.007 -0.009
Si 13.658 0.019 13.598 -0.015 0.008 0.017
Si 10.944 8.185 13.616 -0.003 0.007 0.016
Si 13.617 5.46 13.573 0.023 -0.019 -0.006
Si 10.898 13.633 13.659 -0.001 0.014 0.003
Si 13.615 10.934 13.605 0.011 -0.007 0.006
Si 10.889 19.094 13.574 -0.008 -0.017 0.009
Si 13.566 16.306 13.543 0.012 0.007 -0.004
Si 10.844 24.458 13.538 0.014 0.007 -0.007
Si 13.581 21.786 13.561 0.021 0.001 -0.002
Si 10.822 29.918 13.424 0 0.007 -0.014
Si 13.551 27.219 13.472 -0.014 0 -0.001
Si 10.837 35.406 13.451 -0.002 -0.014 -0.007
Si 13.578 32.654 13.493 0.011 0.01 0.016
Si 10.824 40.819 13.64 -0.004 0.01 0.011
Si 13.521 38.091 13.509 0.006 -0.005 0.005
Si 10.864 46.288 13.79 0.004 0.022 -0.002
Si 13.603 43.557 13.713 0.013 -0.008 0.008
Si 10.893 51.682 13.828 0.008 -0.014 0.008
Si 13.589 48.986 13.788 -0.015 0.009 -0.012
Si 10.969 57.17 13.763 0.004 0.007 0.013
Si 13.661 54.478 13.772 0.002 -0.01 -0.005
Si 10.956 62.589 13.712 0.011 -0.01 0.016
Si 13.663 59.886 13.715 0.01 -0.025 0.017
Si 1.477 4.043 14.759 0.005 0.003 0.001
Si 4.183 1.313 14.954 -0.009 -0.011 0.009
Si 1.346 9.582 14.883 -0.012 0.012 0.016
Si 4.184 6.802 14.926 0.003 -0.015 -0.009
Si 1.35 14.881 14.937 0.046 -0.025 -0.004
Si 4.086 12.272 14.883 0.011 0.014 -0.01
Si 1.324 20.456 14.935 -0.003 -0.02 -0.001
Si 4.093 17.637 14.857 -0.04 -0.023 -0.009
Si 1.309 25.889 14.88 -0.045 -0.022 -0.002
Si 4.003 23.147 14.895 -0.003 0 0.029
Si 1.296 31.303 14.969 0.021 0.046 -0.016
Si 3.966 28.652 14.975 -0.005 -0.036 0.039
Si 1.187 36.686 14.81 -0.003 0.048 -0.027
Si 3.974 34.027 14.812 -0.017 0.02 0.015
Si 1.302 42.215 15.015 -0.036 0.009 0.026
Si 3.933 39.465 14.808 -0.027 0 -0.023
Si 1.415 47.567 15.124 0.014 0.012 0.004
Si 4.097 44.904 15.117 -0.006 0.024 0.005
Si 1.439 53.129 15.112 0.01 0.007 0.007
Si 4.18 50.304 15.147 -0.004 -0.003 -0.011
Si 1.409 58.626 15.101 0.034 0.021 0.023
Si 4.194 55.77 14.984 0.041 0.014 -0.001
Si 1.438 63.99 14.969 -0.012 -0.011 0.023
Si 4.185 61.24 15.016 0.03 -0.047 0.026
Si 6.888 4.104 14.979 0.008 -0.02 0.005
Si 9.566 1.442 14.958 -0.01 0.003 0.01
Si 6.891 9.535 14.96 0.003 -0.011 -0.02
Si 9.662 6.775 15.015 0.044 -0.019 0.014
Si 6.867 14.982 14.91 0.009 0.008 -0.002
Si 9.568 12.256 15.064 0.005 -0.015 -0.01
Si 6.661 20.443 14.995 -0.037 -0.039 0.033
Si 9.547 17.751 14.956 0.007 0.011 0
Si 6.715 25.9 14.943 0.02 0.006 0.013
Si 9.423 23.165 14.919 0.009 0.008 0.002
Si 6.833 31.224 14.748 0.036 -0.001 0.037
Si 9.501 28.503 14.74 -0.014 -0.004 0.026
Si 6.685 36.742 14.806 0.028 0.004 0.038
Si 9.421 34.043 14.698 0 0.017 -0.005
Si 6.774 42.15 14.97 -0.012 0.014 0.006
Si 9.452 39.402 14.952 -0.01 -0.002 -0.001
Si 6.817 47.553 15.186 0.022 0.012 -0.027
Si 9.46 44.817 15.007 0.014 -0.02 -0.02
Si 6.877 53.024 15.095 0.012 -0.02 0.004
Si 9.585 50.275 15.268 -0.024 0 -0.004
Si 6.909 58.54 15.079 -0.032 0.011 -0.021
Si 9.617 55.816 15.145 0.008 -0.007 0.011
Si 6.852 63.97 15.019 0.006 -0.01 0.006
Si 9.589 61.221 15.092 0.023 -0.025 0.026
Si 12.272 4.093 14.982 -0.019 0.005 -0.024
Si 14.987 1.416 14.941 0.042 0.041 -0.004
Si 12.265 9.585 14.991 -0.019 0.033 0.023
Si 14.984 6.881 14.841 -0.002 0.02 0.025
Si 12.247 15.016 15.034 0.009 -0.003 0.012
Si 14.929 12.293 15.02 -0.004 0.029 0.021
Si 12.2 20.49 14.969 -0.007 0.012 0.019
Si 14.89 17.675 14.881 -0.014 -0.019 -0.019
Si 12.25 25.823 14.842 0.017 -0.009 -0.002
Si 14.96 23.178 14.875 0.009 -0.043 -0.022
Si 12.123 31.339 14.748 -0.004 0.015 0.003
Si 14.826 28.645 14.824 0.044 0.036 0.023
Si 12.187 36.712 14.852 -0.018 0.012 0.009
Si 14.938 33.915 14.948 0.02 -0.002 0.019
Si 12.214 42.163 15.01 0 -0.007 0.008
Si 14.861 39.395 14.904 -0.006 0.01 -0.017
Si 12.243 47.631 15.214 -0.011 -0.015 -0.013
Si 14.964 44.901 15.128 0.004 -0.03 -0.004
Si 12.289 53.106 15.117 -0.006 -0.019 -0.011
Si 14.996 50.361 15.105 0.007 -0.009 0.008
Si 12.363 58.52 15.146 0.018 0.009 0.026
Si 15.041 55.879 15.121 -0.022 0.021 -0.01
Si 12.376 63.97 15.01 0.004 0 0.014
Si 15.075 61.276 14.997 -0.031 0.031 -0.026
Si 0.026 0.054 16.252 0.005 -0.015 -0.007
Si 2.771 2.701 16.19 -0.03 0 0.009
Si 0.119 5.465 15.965 0.013 0.017 -0.029
Si 2.782 8.236 16.15 0.003 0 -0.018
Si -0.018 10.902 16.325 -0.007 -0.035 -0.003
Si 2.739 13.543 16.354 -0.051 -0.006 0.032
Si -0.151 16.199 16.176 -0.013 0.016 0.017
Si 2.661 18.944 16.155 -0.04 0.081 0.054
Si 0.017 21.95 16.307 0.02 0.02 0.083
Si 2.674 24.526 16.255 -0.047 0.071 0.051
Si -0.069 27.339 16.117 -0.04 -0.021 0.053
Si 2.649 30.043 16.432 -0.042 0.026 0.078
Si -0.062 32.561 16.428 -0.003 -0.037 0.033
Si 2.525 35.356 16.149 0.017 -0.036 0.01
Si -0.196 37.945 16.225 -0.052 -0.034 0.037
Si 2.63 40.753 16.261 -0.004 -0.036 0.012
Si -0.012 43.526 16.491 0.069 0 -0.019
Si 2.789 46.24 16.572 0.001 -0.01 0.007
Si 0.042 48.959 16.415 0.013 -0.009 -0.014
Si 2.841 51.743 16.425 0.019 0 0.007
Si 0.135 54.591 16.46 0.015 -0.01 0.025
Si 2.871 57.191 16.261 0.042 0.002 0.012
Si 0.091 60.086 16.507 0.002 -0.04 0.058
Si 2.835 62.637 16.321 -0.011 0.029 0
Si 5.553 0.031 16.417 -0.032 0.012 0.011
Si 8.248 2.796 16.403 0.037 0.02 0.011
Si 5.506 5.42 16.354 -0.016 0.032 0.018
Si 8.269 8.145 16.306 -0.011 0.049 -0.023
Si 5.48 10.951 16.218 0.014 -0.021 0
Si 8.232 13.714 16.371 -0.007 0.022 0.026
Si 5.448 16.279 16.245 -0.004 0.005 -0.007
Si 8.123 19.102 16.268 0.005 -0.001 -0.009
Si 5.199 21.788 16.384 0.014 -0.036 0.077
Si 8.023 24.487 16.307 -0.036 0.016 -0.028
Si 5.372 27.334 16.296 0.075 0 0.01
Si 8.238 29.878 16.111 -0.017 0.002 -0.038
Si 5.412 32.59 15.966 0.01 0.06 0.03
Si 8.087 35.364 16.066 0.023 -0.006 -0.031
Si 5.242 38.069 16.095 -0.044 0.023 -0.076
Si 8.073 40.735 16.316 0.021 -0.059 0.066
Si 5.45 43.459 16.409 0.021 -0.03 -0.019
Si 8.04 45.97 16.476 -0.421 -0.215 -0.382
Si 5.502 48.915 16.597 -0.019 -0.042 -0.008
Si 8.194 51.686 16.542 -0.016 0.003 0
Si 5.544 54.435 16.401 -0.034 0.027 -0.012
Si 8.234 57.179 16.492 0.006 0.009 0.012
Si 5.605 59.957 16.436 -0.029 0.008 0.014
Si 8.154 62.573 16.401 -0.025 0.009 0.012
Si 10.959 0.064 16.225 0.028 0.039 -0.026
Si 13.646 2.779 16.355 0.009 -0.026 0.039
Si 11.008 5.413 16.479 -0.024 0.03 0.031
Si 13.652 8.215 16.295 0.019 -0.006 -0.017
Si 10.935 10.902 16.485 0.022 -0.059 0.008
Si 13.541 13.628 16.472 -0.005 -0.031 0.022
Si 10.936 16.465 16.394 0.015 0.004 0.026
Si 13.586 19.084 16.263 0.003 0.035 0.005
Si 10.779 21.878 16.329 0.025 -0.017 0.009
Si 13.653 24.553 16.248 0.035 -0.032 -0.002
Si 10.78 27.112 16.11 -0.08 0.001 0.05
Si 13.385 29.993 16.148 0.019 -0.028 -0.034
Si 10.765 32.732 16.043 0.023 -0.025 0.064
Si 13.52 35.307 16.174 0.031 -0.017 -0.019
Si 10.826 37.999 16.265 -0.013 -0.005 0.022
Si 13.521 40.696 16.311 -0.042 -0.004 -0.018
Si 10.864 43.528 16.373 0.006 0.005 -0.024
Si 13.63 46.258 16.534 0.017 -0.001 0.007
Si 11.013 48.987 16.736 0.017 0.018 0.012
Si 13.671 51.77 16.464 -0.014 -0.002 -0.001
Si 11.036 54.514 16.534 0.019 0.009 0.026
Si 13.796 57.259 16.599 -0.006 -0.011 0.002
Si 10.979 59.869 16.483 -0.038 0.007 0.001
Si 13.818 62.655 16.395 -0.007 -0.012 0.04
Si 1.397 1.399 17.565 0.02 -0.028 0.003
Si 4.07 3.986 17.619 0.014 -0.002 -0.028
Si 1.41 6.794 17.344 -0.052 -0.033 -0.035
Si 4.072 9.625 17.519 -0.025 0.05 0.004
Si 1.323 12.196 17.745 0.055 0.003 -0.044
Si 4.133 14.93 17.676 0.03 -0.017 -0.01
Si 1.267 17.501 17.397 0.005 -0.04 -0.05
Si 3.756 20.328 17.678 -0.028 -0.055 -0.042
Si 1.189 23.491 17.791 -0.301 0.266 -0.426
Si 3.988 25.942 17.583 0.002 -0.022 0.005
Si 1.109 28.672 17.672 -0.03 0.002 0.067
Si 4.198 31.473 17.61 0.042 -0.026 0.067
Si 1.366 34.012 17.714 0.025 -0.005 0.084
Si 3.876 36.738 17.437 -0.02 0.006 -0.014
Si 1.19 39.322 17.456 0.008 0.04 -0.057
Si 4.056 42.059 17.62 -0.015 -0.004 0.025
Si 1.407 44.867 17.925 0.026 -0.033 -0.015
Si 4.201 47.526 18.049 -0.036 0.029 -0.007
Si 1.512 50.281 17.673 -0.006 -0.051 -0.018
Si 4.207 53.124 17.797 0.018 0.007 0.013
Si 1.554 56.022 17.769 -0.042 -0.004 -0.045
Si 4.206 58.524 17.629 0.029 -0.011 -0.021
Si 1.522 61.466 17.876 0.005 0.021 -0.004
Si 4.207 63.91 17.718 -0.029 -0.032 -0.004
Si 6.851 1.494 17.776 0.004 0.014 -0.011
Si 9.575 4.096 17.905 0.033 -0.016 0.029
Si 6.923 6.803 17.669 0.016 -0.039 -0.057
Si 9.691 9.324 17.768 0.313 -0.289 -0.392
Si 6.712 12.399 17.594 0.008 0.014 -0.028
Si 9.633 15.08 17.778 0.016 0.033 0.013
Si 6.836 17.628 17.561 0.003 -0.032 0.057
Si 9.341 20.549 17.678 -0.011 0.031 -0.038
Si 6.627 23.162 17.708 -0.007 0.031 0.016
Si 9.38 25.917 17.586 0.001 0 0.035
Si 8.204 27.526 18.855 -0.229 -0.247 -0.748
Si 9.563 31.308 17.422 -0.068 0.118 0.192
Si 6.743 33.937 17.285 -0.007 -0.079 -0.054
Si 9.432 36.575 17.517 -0.02 -0.02 -0.001
Si 6.531 39.349 17.503 -0.009 0.002 -0.009
Si 9.574 42.028 17.617 0.013 -0.066 -0.018
Si 6.806 44.623 17.977 0.026 -0.021 0.034
Si 9.922 47.663 18.468 0.365 0.37 0.433
Si 6.87 50.283 17.973 0.029 0.027 0.033
Si 9.582 53.142 17.786 -0.01 0.034 -0.018
Si 6.845 55.788 17.825 0.01 0.037 0.002
Si 9.625 58.49 17.89 -0.017 -0.026 -0.053
Si 6.881 61.271 17.966 -0.012 -0.041 -0.025
Si 9.513 64.099 17.504 -0.045 0.009 -0.011
Si 12.286 1.315 17.687 0.016 0.002 0.062
Si 15.146 4.272 17.439 -0.015 0.03 0.072
Si 12.507 6.777 17.765 0.006 -0.028 0.023
Si 14.988 9.528 17.716 0.045 0.013 -0.006
Si 12.234 12.277 17.969 -0.034 0.036 -0.007
Si 14.895 15.05 17.79 -0.022 0.016 -0.015
Si 12.21 17.915 17.819 -0.061 0.027 0.012
Si 15.125 20.359 17.494 0.307 -0.152 -0.553
Si 12.121 23.393 17.577 0.04 0.017 0.039
Si 14.995 26.009 17.549 -0.01 0.052 0.017
Si 12.065 28.522 17.417 0.163 0.065 0.161
Si 14.706 31.188 17.676 0.032 0.1 0.056
Si 13.087 32.414 18.858 -0.108 -0.275 -0.473
Si 14.797 36.55 17.649 -0.017 0.021 0.021
Si 12.178 39.29 17.682 0.03 0.028 0.003
Si 14.913 42.005 17.653 0.035 0.01 -0.005
Si 12.219 44.851 17.822 0.001 -0.043 0.116
Si 15.028 47.665 17.865 -0.04 0.062 0.067
Si 12.379 50.463 17.954 0.01 0.005 0.021
Si 15.093 53.15 17.707 -0.048 0.063 -0.004
Si 12.449 55.871 17.977 0.007 -0.035 -0.003
Si 15.183 58.711 17.987 0.093 -0.011 0.04
Si 12.417 61.304 17.703 0.016 -0.033 0.038
Si 15.225 64.015 17.79 -0.001 -0.013 -0.027
Si 0.093 2.915 18.789 0.369 0.088 -0.347
Si 2.509 -0.249 18.804 -0.176 -0.164 -0.479
Si 1.73 8.746 20.249 -0.342 0.229 -0.206
Si 5.389 8.182 18.744 0.002 0.009 0.151
Si -0.041 13.644 19.098 0.041 -0.034 0.02
Si 2.663 10.692 19.07 -0.04 0.029 0.01
Si 0.222 19.042 18.745 -0.068 0.029 0.047
Si 3.749 17.986 19.881 -0.151 0.19 -0.431
Si 0.468 25.45 18.937 0.124 0.139 -0.03
Si 2.233 19.868 19.628 0.053 0.154 -0.092
Si -0.918 29.304 18.911 -0.104 0.026 -0.212
Si 2.277 26.997 18.788 -0.186 -0.157 -0.541
Si -0.156 35.229 19.046 -0.011 -0.011 0.077
Si 3.402 33.338 18.826 -0.04 0.006 0.005
Si -0.126 40.54 18.928 0.002 -0.039 0.008
Si 2.504 38.049 18.863 0.032 -0.003 0.074
Si 0.185 46.434 19.234 0.003 -0.095 0.046
Si 2.682 43.224 19.1 -0.342 -0.116 -0.456
Si 0.168 51.732 18.866 0.027 -0.047 0.044
Si 2.835 49.094 19.241 0.108 0.039 0.042
Si 0.913 57.953 19.058 -0.074 0.024 -0.056
Si 1.531 53.015 20.178 0.023 0.267 -0.736
Si 0.823 63.429 19.172 -0.045 0.014 0.007
Si 2.637 59.683 18.921 0.021 0.038 0.011
Si 5.34 2.73 19.167 0.003 -0.043 0.075
Si 9.563 1.164 20.564 0.513 -0.175 -0.317
Si 4.044 6.739 19.953 0.017 0.029 -0.52
Si 8.111 5.495 19.253 -0.001 0.015 0.017
Si 7.134 14.73 20.411 0.272 -0.28 -0.381
Si 7.885 11.393 19.287 0.017 0.531 -0.293
Si 5.4 19.046 18.678 0.041 0.122 -0.014
Si 8.154 16.391 19.071 -0.024 -0.003 -0.089
Si 5.275 24.595 19.017 0.355 0.284 -0.268
Si 7.982 21.86 19.149 -0.006 -0.043 -0.023
Si 6.064 30.656 18.836 0.052 0.031 -0.012
Si 6.766 28.781 17.558 -0.033 -0.066 0.084
Si 5.064 35.011 18.446 0 -0.026 0.022
Si 8.125 35.481 22.238 0.463 -0.463 -0.081
Si 5.306 40.678 19.06 0.039 -0.023 0.019
Si 7.843 37.828 18.648 -0.053 -0.088 -0.182
Si 5.594 46.041 19.452 -0.046 0.019 0.077
Si 8.381 43.237 19.192 0.022 -0.026 0.102
Si 5.508 51.779 19.26 0.002 0.004 0.023
Si 8.229 48.994 19.52 -0.016 -0.044 -0.026
Si 5.372 57.094 19.116 -0.04 0.001 0.063
Si 8.253 54.483 19.192 0.018 0.015 0.058
Si 6.623 64.222 20.398 0.021 -0.172 -0.528
Si 8.206 59.743 19.288 0.02 0.008 0.004
Si 10.956 2.572 19.185 -0.47 -0.205 -0.288
Si 13.624 -0.134 19.018 0.05 -0.039 -0.039
Si 11.033 7.93 19.152 -0.017 -0.053 0.016
Si 14.823 5.423 21.083 -0.076 0.104 -0.677
Si 10.919 13.824 19.37 -0.002 -0.052 -0.08
Si 13.643 10.802 19.25 0.031 -0.061 0.049
Si 10.655 19.314 19.139 0.016 -0.033 -0.009
Si 13.672 16.615 19.174 0.022 0.049 0.027
Si 10.899 24.846 19.005 -0.028 -0.06 0.03
Si 13.223 22.171 19.193 -0.681 0.081 -0.089
Si 11.061 31.221 19.333 -0.015 -0.027 -0.07
Si 15.472 29.134 21.219 -0.001 0.106 -0.62
Si 10.623 35.094 18.937 -0.022 -0.007 -0.066
Si 12.098 34.013 17.466 0.003 -0.041 0.054
Si 10.77 40.575 19.039 -0.064 0.032 -0.05
Si 15.016 38.955 20.233 -0.047 0.015 -0.703
Si 11.218 45.923 19.741 0.017 0.012 0.019
Si 13.463 43.235 18.972 -0.328 -0.296 -0.471
Si 10.85 51.78 19.18 0.02 0.087 0.089
Si 13.825 49.162 19.303 0.292 0.246 -0.358
Si 10.978 57.16 19.321 0.016 -0.031 0.027
Si 13.997 54.535 19.246 -0.129 0.061 -0.66
Si 10.942 62.801 18.738 0.411 0.342 -0.397
Si 13.685 60.032 19.283 -0.346 -0.298 -0.241
Si 1.219 4.268 20.237 0.089 0.109 -0.644
Si 4.421 1.148 20.736 0.075 0.384 -0.482
Si -0.075 7.832 18.782 0.007 -0.003 0.059
Si 2.636 5.41 18.766 -0.028 -0.044 0.069
Si 1.63 14.743 20.337 -0.212 0.233 -0.71
Si 3.73 12.346 20.457 0.337 -0.332 -0.708
Si 1.54 21.917 20.484 -0.152 -0.67 -0.109
Si 2.619 16.27 18.82 -0.05 0.013 -0.02
Si -0.007 26 21.21 0.258 -0.133 -0.623
Si 4.226 22.655 21.251 0.12 -0.007 -0.134
Si 0.807 31.644 21.72 -0.103 0.023 -0.011
Si 5.472 30.476 21.079 0.161 0.039 -0.65
Si 0.98 36.876 20.262 0.112 -0.112 -0.706
Si 6.369 36.342 19.798 0.21 -0.032 -0.44
Si 1.553 41.529 20.223 0.035 -0.071 0.04
Si 3.359 39.812 20.189 -0.218 0.297 -0.398
Si 1.244 48.054 20.598 0.407 -0.442 -0.086
Si 4.24 44.98 21.139 0.449 0.183 -0.354
Si 2.849 54.569 19.087 0.009 -0.073 0.059
Si 3.748 50.882 20.544 0.243 -0.299 -0.704
Si 1.779 57.291 21.116 0.28 -0.02 -0.714
Si 3.828 56.077 20.595 -0.242 0.203 -0.59
Si 0.182 64.158 21.407 0.432 -0.177 -0.437
Si 4.201 60.573 20.554 -0.385 0.31 -0.663
Si 6.256 4.537 20.44 0.144 -0.117 -0.605
Si 8.196 0.01 19.002 -0.026 -0.055 -0.011
Si 6.201 9.301 20.563 -0.167 -0.108 -0.668
Si 9.773 6.511 20.633 -0.245 0.159 -0.747
Si 5.409 13.59 19.175 -0.053 -0.019 -0.028
Si 8.979 13.03 20.562 -0.143 0.347 -0.416
Si 9.747 17.018 24.724 0.059 -0.095 -0.025
Si 9.117 18.008 20.518 0.074 -0.08 -0.005
Si 6.29 25.862 20.692 0.111 -0.548 -0.117
Si 9.636 23.232 20.291 -0.037 0.051 -0.675
Si 7.829 32.365 18.638 -0.068 -0.044 0.077
Si 10.895 28.823 19.455 0.514 0.181 0.045
Si 4.765 37.861 21.775 -0.174 0.061 -0.014
Si 9.679 33.089 20 -0.015 -0.026 -0.135
Si 7.25 41.446 20.242 0.121 -0.24 -0.631
Si 10.558 39.967 23.769 -0.095 0.04 0.043
Si 6.738 47.632 20.775 0.28 -0.134 -0.567
Si 10.293 43.854 20.64 0.107 0.038 -0.647
Si 7.106 52.95 20.534 -0.173 0.125 -0.728
Si 9.307 50.73 20.614 0.072 -0.154 -0.611
Si 6.627 58.523 20.43 0.225 -0.304 -0.657
Si 9.773 55.572 20.643 -0.135 0.203 -0.76
Si 5.319 62.516 19.341 -0.002 -0.051 -0.097
Si 9.643 60.817 20.8 -0.425 -0.457 -0.111
Si 12.851 3.107 21.505 -0.053 -0.099 -0.099
Si 14.704 1.099 20.596 -0.314 -0.315 -0.424
Si 12.109 9.451 20.547 0.313 -0.097 -0.681
Si 14.485 6.039 18.879 -0.017 0.027 -0.071
Si 12.215 15.474 20.644 -0.356 0.163 -0.302
Si 15.203 12.095 20.494 -0.174 0.06 -0.747
Si 11.685 20.994 20.522 0.474 -0.415 -0.148
Si 15.136 18.147 20.402 -0.115 -0.164 -0.675
Si 11.975 26.767 20.253 0.054 -0.16 -0.15
Si 15.076 23.27 21.261 0.188 -0.104 -0.093
Si 11.684 35.064 22.908 -0.42 -0.407 -0.195
Si 13.727 27.527 18.718 -0.059 0.026 -0.055
Si 11.617 36.715 20.401 -0.346 0.321 -0.432
Si 15.169 33.764 20.637 0.081 0.391 -0.424
Si 12.025 42.081 20.441 0.011 -0.158 0.084
Si 13.352 37.791 19.059 0.003 -0.012 -0.026
Si 12.824 46.892 21.248 -0.213 -0.39 -0.458
Si 15.33 45.167 20.741 0.283 0.377 -0.27
Si 11.776 53.133 20.837 -0.285 -0.282 -0.561
Si 15.477 50.381 20.427 -0.251 0.008 -0.647
Si 12.083 58.823 20.567 0.084 -0.065 -0.713
Si 16.035 55.04 21.418 0.086 -0.014 -0.173
Si 12.166 63.907 20.294 -0.148 0.379 -0.219
Si 14.195 62.027 21.483 -0.088 -0.106 -0.174
Si -2.142 8.185 22.346 -0.082 -0.035 -0.035
Si -8.39 12.13 29.084 0.016 -0.132 0.08
Si 4.493 10.421 22.796 -0.013 0.113 -0.094
Si -3.544 24.367 28.29 0.068 0.099 0.139
Si 1.83 29.188 27.011 -0.034 0.012 -0.068
Si 5.521 22.115 28.78 0.111 -0.109 0.084
Si -2.448 41.213 21.979 -0.63 0.229 -0.209
Si 7.789 29.779 23.17 -0.112 -0.106 -0.022
Si 15.679 44.421 29.308 -0.016 -0.098 0.058
Si -12.687 44.047 29.685 0.093 0.016 0.08
Si -9.772 31.821 28.994 0.018 0.012 0.036
Si -3.639 65.025 24.415 -0.056 0.115 -0.047
Si 3.133 57.488 25.305 0.164 -0.004 -0.082
Si 18.745 63.225 30.003 -0.241 -0.035 0.422
Si -3.502 68.472 29.752 0.101 0.126 0.08
Si 10.69 66.224 29.737 -0.065 0.047 -0.021
Si 1.337 8.388 26.727 0.058 0.032 0.106
Si 2.138 5.902 25.464 -0.056 0.025 -0.054
Si -5.611 12.176 29.497 0.053 -0.092 0.122
Si 3.351 8.423 24.682 -0.044 -0.151 -0.064
Si -3.584 19.526 22.029 -0.352 0.492 -0.424
Si -1.635 23.957 26.151 0.042 -0.078 0.026
Si -11.244 26.504 29.168 0.509 -0.215 -0.311
Si 7.963 41.088 32.17 0.07 0.056 0.765
Si 2.211 41.315 32.19 -0.012 0.024 0.068
Si 17.929 52.135 24.872 0.026 -0.039 0.012
Si -1.156 37.188 25.041 -0.033 -0.005 0.075
Si 12.489 53.395 29.892 -0.081 0 0.061
Si 16.432 57.791 25.542 0.027 -0.024 -0.032
Si 7.071 47.994 23.736 0.053 -0.049 -0.034
Si 6.445 67.957 25.154 0.07 -0.03 -0.015
Si -3.747 10.25 28.123 0.028 -0.159 0.188
Si 19.225 -5.893 23.099 0.168 -0.036 -0.091
Si 7.88 2.985 22.554 0.031 0.02 -0.096
Si 13.639 15.653 27.615 0.04 0.011 0.075
Si 15.68 9.403 24.533 0.044 -0.053 -0.002
Si 10.978 16.861 27.229 -0.008 0.002 0.069
Si 10.854 0.608 26.617 0.084 0.029 0.012
Si 0.329 25.522 27.9 -0.034 0.044 0.057
Si 15.392 23.722 29.928 -0.057 0.041 -0.038
Si 21.512 33.291 26.763 0.093 0.024 -0.006
Si 11.658 30.724 25.176 0.024 -0.074 0.101
Si 4.709 49.022 22.491 -0.121 -0.077 0.05
Si 11.611 34.399 27.957 0.11 -0.115 0.057
Si 13.463 43.279 27.579 0.035 0.03 0.008
Si 17.21 63.818 24.394 -0.068 0.12 -0.106
Si 19.512 46.221 27.457 0.03 0.058 0.113
Si 6.531 51.768 29.329 0.067 0.074 0.196
Si 17.776 74.851 29.669 -0.113 0.154 0.154
Si 9.122 -1.602 25.417 0.196 -0.035 0.129
Si -8.012 10.144 27.014 -0.01 0.024 -0.021
Si 8.971 12.624 25.572 0.059 -0.068 -0.035
Si -10.578 15.891 27.943 0.012 0.099 0.157
Si 16.642 9.766 21.758 0.53 -0.236 -0.056
Si 7.176 18.786 21.882 -0.102 -0.087 0.046
Si 9.159 33.636 29.486 -0.019 -0.072 0.22
Si 6.24 35.968 27.153 -0.111 -0.019 0.006
Si 3.77 37.61 27.065 -0.019 -0.041 0.011
Si -5.268 36.477 25.663 -0.101 -0.063 0.07
Si 18.083 32.893 29.937 -0.083 0.085 0.155
Si 7.098 26.669 30.372 -0.307 -0.551 0.235
Si 0.887 46.306 25.192 0.016 0.08 0.045
Si 4.713 43.823 24.032 -0.029 0.022 -0.17
Si -0.088 43.722 26.448 -0.073 0.012 0.085
Si 8.64 46.15 27.28 -0.046 -0.021 -0.101
Si 10.453 56.411 27.37 0.059 -0.017 -0.011
Si 10.292 60.991 26.277 -0.036 -0.027 -0.113
Si 14.79 55.74 24.045 0.057 0.12 -0.074
Si -5.114 51 22.932 -0.003 -0.082 -0.085
Si 18.948 61.426 25.214 0.072 -0.003 0.054
Si 4.437 -15.254 30.463 0.232 -0.195 0.652
Si 5.478 26.263 26.814 -0.045 0.2 0.746
Si 5.893 22.728 23.629 0.028 -0.056 -0.038
Si 8.572 15.337 26.859 0.082 0.171 -0.031
Si 9.427 32.412 23.919 0.009 0.367 -0.482
Si 7.317 28.329 25.673 0.034 -0.094 -0.092
Si 14.778 -3.216 29.602 0.02 -0.047 0.174
Si -5.99 23.068 29.498 0.054 0.03 0.122
Si 13.486 28.838 23.529 -0.025 0.14 0.026
Si 14.582 37.787 28.121 0.064 -0.079 -0.021
Si 8.66 38.358 25.586 0.161 -0.097 -0.074
Si 13.528 19.737 29.57 0.024 0.253 0.494
Si 18.652 47.097 22.451 -0.364 0.492 -0.393
Si 5.509 54.636 29.639 -0.143 0.187 0.494
Si 10.766 43.937 26.369 0.122 0.015 0.048
Si 8.971 63.29 22.33 0.692 0.302 -0.387
Si 21.436 56.849 27.758 -0.027 -0.11 -0.022
Si -1.162 55.114 30.254 0.484 -0.29 0.468
Si 7.714 70.561 26.486 -0.034 0.042 0.023
Si 15.145 -16.585 25.072 0.09 -0.044 -0.052
Si 2.665 26.43 26.203 -0.106 0.088 -0.007
Si 9.806 33.873 22.175 0.025 0.045 0.079
Si 12.438 20.934 24.764 0.008 -0.027 0.011
Si 20.132 11.65 29.753 -0.038 -0.032 0.118
Si 6.354 20.415 20.313 0.456 -0.179 -0.205
Si 13.366 35.963 30.111 0.276 -0.479 0.37
Si 13.568 39.725 24.445 0.074 0.075 0.04
Si 3.495 32.77 21.077 0.126 0.283 -0.61
Si 21.398 18.441 26.094 0.134 0.002 -0.117
Si 6.429 39.098 23.895 -0.131 -0.028 0.096
Si 11.611 53.498 26.921 -0.054 0.125 0.037
Si 7.906 56.922 22.851 0.029 -0.005 -0.057
Si 12.954 60.292 27.858 -0.098 0.047 0.084
Si 16.758 64.427 29.485 0.332 0.064 0.736
Si -18.914 13.811 22.71 0.084 0.101 0.068
Si 6.935 3.985 29.126 -0.028 -0.092 0.019
Si -12.18 0.538 29.82 -0.093 -0.015 0.173
Si 5.683 16.856 22.096 0.479 0.519 0.008
Si -6.932 20.075 25.342 0.052 0.118 0.03
Si 0.947 16.376 25.262 0.012 0.07 0.12
Si -8.67 24.676 22.2 -0.497 0.18 -0.378
Si -12.856 39.529 25.003 -0.032 0.061 -0.034
Si -0.452 51.119 26.886 0.127 -0.062 -0.105
Si 14.226 53.089 25.409 0.069 -0.072 -0.071
Si 7.092 52.483 26.508 -0.032 0.068 0.134
Si -6.354 58.231 24.775 -0.077 0.096 0.045
Si -4.017 48.323 23.956 0.007 0.105 -0.078
Si 7.656 60.922 27.91 -0.151 0.081 -0.036
Si 14.578 67.154 25.259 0.038 -0.077 0.044
Si 14.375 -2.956 24.318 0.01 0.145 -0.132
Si -5.752 4.508 22.694 0.061 -0.066 -0.12
Si 17.067 18.944 27.225 -0.028 0.006 0.018
Si 8.234 8.285 22.504 0.004 -0.017 0.032
Si -0.207 29.158 24.838 0.151 -0.056 0.015
Si 11.604 12.343 24.344 0.075 -0.096 0.025
Si -7.541 39.537 19.918 -0.018 0.11 0.02
Si 6.185 7.053 24.651 -0.007 0.049 -0.091
Si 0.218 28.338 29.285 -0.193 0.136 0.529
Si 10.674 18.773 29.322 0.019 0.058 0.157
Si -4.383 26.291 22.614 -0.222 0.045 -0.568
Si 18.307 42.362 24.613 0.051 -0.006 0.011
Si -3.907 38.999 26.859 0.025 0.031 0.005
Si 13.361 30.279 32.048 -0.077 -0.071 0.756
Si -1.865 34.417 23.618 0.067 -0.027 -0.142
Si -4.837 58.331 29.719 -0.103 -0.071 -0.045
Si 7.42 38.412 28.303 -0.093 -0.024 0.057
Si -5.785 73.404 27.181 0.031 -0.009 0.248
Si 10.409 7.109 30.109 0.695 -0.069 0.403
Si 18.247 -7.072 29.821 0.079 0.103 0.092
Si 27.074 -0.465 21.867 -0.384 -0.193 -0.443
Si -0.847 17.349 29.262 0.038 -0.007 -0.041
Si 13.341 23.562 23.577 0.004 0.076 -0.015
Si 4.625 38.962 29.431 0.026 -0.05 0.018
Si 34.379 27.09 23.44 -0.032 0.058 -0.015
Si 18.427 48.137 29.762 -0.002 -0.072 -0.013
Si 20.732 53 25.189 -0.008 0.021 -0.093
Si 12.214 68.636 26.662 -0.056 -0.253 0.08
Si 9.583 48.534 25.417 -0.065 0.002 -0.041
Si 2.884 68.314 22.581 -0.033 -0.032 -0.047
Si -11.17 -3.773 26.669 -0.013 -0.001 -0.108
Si -17.582 14.369 25.48 -0.003 -0.039 -0.121
Si 0.974 3.01 24.983 0.012 0.049 0.121
Si 6.928 19.921 23.97 0.033 -0.323 -0.334
Si 7.245 34.301 24.954 0.015 -0.072 -0.164
Si 2.199 32.266 26.866 0.002 -0.145 0.106
Si 3.482 19.958 28.279 -0.069 0.02 0.041
Si -15.994 42.724 21.89 0.432 -0.132 -0.362
Si -8.368 29.181 28.645 -0.071 -0.198 0.092
Si -0.778 51.168 23.308 0.013 0.043 0.036
Si 9.685 51.526 25.587 0.084 -0.025 0.025
Si 5.721 54.733 22.798 0.003 0.007 -0.033
Si 12.676 57.929 23.423 0.085 -0.003 -0.049
Si -2.131 59.703 25.442 0.037 -0.076 -0.06
Si 6.176 1.2 27.813 -0.026 0.018 0.01
Si -1.647 20.946 26.96 -0.008 0.063 0.01
Si -2.417 7.716 32.075 -0.454 0.481 0.111
Si 0.147 32.309 24.558 0.001 -0.094 -0.057
Si 6.457 11.374 25.118 0.043 -0.042 0.034
Si 6.439 23.632 26.463 0.149 -0.067 0.069
Si 8.988 27.101 23.597 0.087 0.112 -0.003
Si -4.22 27.418 28.986 -0.078 -0.065 0.115
Si 17.261 16.87 22.456 0.054 -0.012 -0.026
Si 15.669 49.749 29.576 -0.112 -0.035 0.12
Si 12.919 31.507 27.693 0.029 0.045 -0.016
Si 9.751 38.051 21.381 0.168 -0.178 -0.658
Si 11.094 41.401 27.84 0.161 0.092 0.03
Si 7.018 41.99 23.353 -0.031 0.071 -0.072
Si 12.019 45.759 30.743 0.241 -0.162 0.042
Si 2.307 54.783 25.838 -0.066 0.005 -0.004
Si 15.912 39.831 29.814 -0.001 0.184 0.18
Si 7.508 55.356 27.681 -0.104 -0.083 0.096
Si 0.473 66.035 26.673 0.02 -0.146 0.197
Si 11.812 81.998 31.384 0.349 0.327 0.41
Si 23.197 -1.729 27.559 -0.031 0.058 0.15
Si 3.401 17.116 24.034 0.073 -0.052 -0.13
Si 10.774 17.02 21.827 -0.131 -0.23 -0.654
Si 4.465 4.657 24.336 -0.013 0.086 0.076
Si 2.772 -4.586 28.069 -0.004 -0.024 0.011
Si 3.864 27.789 21.457 0.013 -0.081 -0.137
Si 14.143 11.606 26.032 -0.049 -0.076 0.035
Si 2.001 36.943 24.922 0.077 0.013 0.065
Si 8.203 21.617 27.644 -0.08 0.025 -0.069
Si 2.888 35.56 22.497 0.013 -0.004 -0.197
Si 9.822 43.055 23.627 -0.018 -0.071 0.037
Si 22.18 46.045 25.98 0.002 0.119 0.076
Si 6.499 58.754 29.821 0.085 -0.112 0.094
Si -6.33 76.158 22.39 -0.051 -0.028 -0.088
Si 16.755 56.198 27.944 0.043 -0.001 -0.077
Si 5.362 78.295 27.513 0.036 -0.086 0.039
Si 10.701 71.05 25.468 -0.091 -0.06 -0.088
O -14.632 8.131 30.454 -0.192 -0.337 -0.029
O -6.947 -9.449 31.411 -0.031 0.031 -0.397
O 7.589 5.037 28.084 0.427 0.339 0.296
O -5.421 20.558 25.12 -0.093 0.027 -0.039
O -2.284 13.23 30.474 0.459 -0.345 -0.4
O 0.189 15.052 25.803 0.204 -0.514 0.208
O 0.298 10.404 30.436 -0.232 -0.227 -0.509
O 1.054 9.072 28.161 -0.271 0.09 -0.154
O -4.139 3.284 20.032 0.293 0.523 -0.248
O 5.97 17.16 31.854 -0.227 0.412 -0.107
O 10.916 5.534 23.884 0.175 0.373 -0.121
O -1.823 8.466 23.906 -0.369 0.006 0.592
O -5.721 29.895 26.123 -0.356 -0.195 0.066
O 2.662 22.392 21.541 -0.105 -0.137 0.546
O -11.206 5.729 20.734 0.181 0.009 0.409
O 2.371 17.584 22.831 0.017 0.295 -0.164
O 2.925 7.696 20.76 -0.145 -0.053 0.256
O 5.314 16.092 29.518 -0.419 0.324 -0.194
O -13.218 27.678 22.885 0.25 0.185 0.334
O 3.612 32.988 26.588 0.168 0.062 -0.232
O -3.357 27.339 23.288 0.159 0 0.38
O 0.706 28.322 23.787 0.012 0.286 -0.392
O 2.202 34.421 30.291 0.034 0.329 -0.195
O 12.908 31.216 26.092 0.453 0.192 -0.363
O -0.241 30.755 24.667 -0.307 0.022 -0.142
O 12.418 22.504 24.372 -0.397 0.217 0.158
O 1.374 36.677 31.451 0.147 0.35 -0.141
O 18.257 26.245 24.793 -0.451 -0.263 0.032
O 5.444 32.159 30.117 0.27 0.408 0.32
O -11.478 38.58 30.975 -0.49 0.319 0.147
O 10.661 46.584 30.675 -0.164 0.139 -0.014
O -3.241 38.428 28.202 -0.52 -0.035 0.271
O 3.173 45.042 30.876 0.252 -0.133 -0.106
O -8.464 38.951 26.856 0.155 0.726 -0.098
O 8.236 42.888 23.928 -0.026 0.055 0.421
O 10.351 42.454 26.875 -0.556 -0.307 -0.35
O -9.204 45.678 26.919 -0.047 -0.345 0.469
O -1.704 47.711 31.504 -0.179 -0.067 -0.11
O -4.144 31.182 31.321 -0.008 -0.207 -0.537
O -2.569 54.342 30.103 -0.038 0.106 0.107
O 15.944 61.236 30.343 0.348 0.049 -0.264
O 0.792 49.07 29.744 0.089 -0.045 0.195
O 1.129 57.109 29.047 -0.278 -0.127 0.34
O 5.942 49.149 23.525 0.125 0.471 0.322
O -5.399 59.869 21.131 0.145 -0.116 0.259
O -11.758 55.539 28.613 -0.756 0.09 0.035
O 9.222 70.716 25.988 0.09 0.013 -0.239
O 2.042 60.896 26.634 -0.57 -0.062 -0.015
O -8.495 18.821 31.999 -0.289 -0.064 -0.305
O 3.204 1.678 30.496 -0.373 -0.007 -0.461
O 6.865 2.482 28.523 0.468 -0.072 0.149
O 6.86 6.538 26.034 0.055 0.359 0.499
O -10.785 12.34 26.04 -0.452 0.235 -0.105
O 4.995 3.189 24.74 -0.49 -0.232 -0.151
O 8.268 20.759 24.4 0.064 0.345 -0.435
O 13.93 10.683 27.342 0.492 -0.228 0.242
O 1.443 14.799 31.28 0.202 0.228 -0.363
O 1.508 29.083 28.582 0.381 0.212 0.382
O 6.203 6.801 30.552 -0.114 0.113 -0.216
O 3.82 18.304 25.055 -0.477 0.232 0.206
O -6.268 16.518 23.227 -0.283 -0.457 -0.035
O -0.415 22.293 30.469 -0.395 -0.493 -0.177
O 20.791 17.137 21.081 -0.315 -0.499 0.131
O 7.004 14.851 31.032 0.038 -0.184 -0.528
O 13.906 15.319 26.066 -0.532 0.072 -0.43
O 9.614 39.508 24.983 -0.038 0.515 0.477
O 11.132 28.023 27.85 -0.094 -0.473 -0.494
O 0.281 32.634 30.606 -0.177 -0.619 -0.6
O 11.025 22.194 30.671 -0.227 -0.357 -0.17
O 11.163 36.023 24.119 -0.255 0.244 -0.145
O 8.015 25.878 23.216 -0.348 0.072 0.326
O 10.034 34.089 28.206 -0.331 -0.072 -0.598
O 11.461 23.484 28.43 -0.147 -0.36 -0.332
O 0.434 37.213 24.897 0.118 0.377 -0.029
O 9.608 31.038 32.001 -0.071 0.063 -0.521
O 5.906 32.062 27.531 -0.052 -0.271 -0.084
O -0.014 43.634 30.579 0.136 -0.039 -0.22
O 10.126 41.159 29.11 -0.231 0.382 0.195
O 5.627 42.492 23.985 -0.212 -0.169 0.467
O 14.542 52.124 24.145 -0.486 0.036 -0.265
O 8.666 40.247 31.008 -0.354 -0.397 0.07
O 15.598 46.009 29.66 0.494 0.286 0.156
O 3.632 40.236 29.338 0.226 0.128 -0.392
O 5.515 53.043 29.318 -0.248 -0.267 0.11
O 19.001 40.901 24.762 -0.049 -0.095 -0.126
O 23.77 59.734 28.958 0.557 0.073 0.383
O 12.312 57.649 30.928 -0.151 0.031 0.118
O 10.305 52.587 26.641 -0.246 -0.003 0.438
O 12.167 65.257 25.944 0.248 0.052 0.515
O 10.428 51.651 24.17 -0.047 0.654 0.08
O 5.433 65.523 30.754 0.497 0.493 -0.135
O 7.59 67.214 32.053 -0.294 -0.127 -0.077
O 9.16 60.768 27.396 0.201 -0.629 0.162
O 4.003 1.891 22.133 0.062 -0.273 0.594
O 18.342 3.304 21.273 -0.248 -0.049 -0.065
O 28.631 4.379 30.673 0.025 0.227 -0.13
O 10.516 7.064 28.464 0.13 -0.573 -0.43
O 10.97 7.26 25.86 0.363 0.341 -0.283
O 7.383 8.374 21.142 0.184 -0.291 -0.314
O 12.974 9.484 29.483 0.67 0.03 0.202
O 21.987 23.266 25.114 -0.637 0.176 -0.022
O -1.174 22.472 26.65 0.345 -0.163 0.392
O 2.532 18.414 32.084 0.479 -0.128 -0.018
O 14.986 6.534 31.552 0.123 0.226 -0.479
O 12.845 15.59 30.716 0.379 0.042 0.077
O -5.246 17.5 30.216 -0.308 -0.261 -0.119
O 13.369 15.069 21.781 0.286 0.306 0.099
O 19.397 12.892 30.477 0.177 0.345 -0.234
O 13.02 20.072 23.528 0.458 -0.028 0.173
O 5.863 22.759 30.229 -0.5 0.098 0.035
O 14.408 12.676 21.787 -0.051 -0.412 0.468
O 12.664 37.182 30.924 0.094 -0.02 0.128
O 1.847 26.279 31.102 -0.59 -0.447 -0.076
O 0.228 24.358 29.016 0.392 -0.255 -0.016
O 19.142 28.741 31.27 -0.033 0.167 0.397
O 23.337 29.45 24.549 -0.824 0.227 0.149
O 8.585 27.45 25.137 0.504 -0.261 0.591
O 8.547 34.931 30.254 0.074 0.511 -0.425
O 21.483 36.974 26.473 0.275 0.111 -0.209
O 8.588 35.519 32.816 -0.155 -0.461 0.13
O 9.744 45.016 26.978 0.036 -0.008 0.002
O 17.244 40.713 29.473 -0.12 -0.106 -0.295
O 12.531 42.015 31.453 0.011 0.117 -0.202
O 27.729 49.715 31.882 0.226 -0.058 -0.242
O 14.703 48.511 29.104 -0.282 -0.119 -0.708
O 16.155 38.657 30.876 -0.116 0.125 -0.23
O 11.156 54.095 30.502 -0.039 0.296 -0.511
O 23.746 38.033 24.6 0.002 -0.375 -0.085
O 15.75 55.236 28.747 -0.164 -0.463 -0.425
O 12.225 53.072 28.347 0.318 -0.393 -0.028
O 8.122 51.898 25.421 -0.211 -0.172 -0.517
O 17.674 53.738 25.061 -0.318 0.427 -0.011
O 9.031 61.304 31.346 -0.185 -0.144 -0.228
O 17.842 53.149 31.202 0.013 -0.091 -0.499
O 17.059 65.414 28.168 0.271 0.115 0.092
O 10.193 59.102 30.313 -0.721 0.008 -0.388
O 19.407 65.693 20.236 -0.296 -0.253 0.233
O 7.92 69.263 30.417 -0.204 0.545 -0.209
O -7.011 11.28 26.417 0.804 0.136 -0.029
O 0.108 5.13 21.104 0.034 0.344 0.178
O -1.526 4.844 33.606 0.043 -0.448 -0.205
O -4.696 9.253 27.292 -0.119 0.063 -0.38
O -0.426 19.921 26.651 -0.079 -0.091 -0.169
O 6.793 21.172 28.339 0.135 -0.454 0.392
O 10.164 -2.825 25.684 0.356 -0.076 0.075
O 5.357 17.057 26.89 -0.079 -0.123 -0.179
O -5.327 11.019 23.644 -0.031 -0.429 0.422
O 0.05 8.692 25.789 -0.207 -0.429 0.139
O 0.172 16.724 23.875 -0.601 0.341 -0.15
O -2.258 22.711 22.397 -0.307 -0.284 0.199
O -2.174 20.961 18.673 -0.104 -0.429 0.426
O -2.093 23.269 19.877 -0.124 0.598 -0.433
O -2.064 20.736 28.518 -0.094 0.214 0.42
O 1.166 26.051 22.329 0.259 -0.298 0.123
O 8.655 28.462 22.753 0.342 -0.009 -0.366
O 5.107 26.753 21.397 0.07 -0.169 0.269
O -5.833 26.622 23.299 0.183 0.204 0.333
O -8.876 26.885 20.155 0.084 0.211 0.267
O -7.075 28.631 19.44 -0.214 0.448 0.088
O 6.701 25.216 26.546 0.493 0.114 0.019
O 1.752 36.16 21.511 -0.164 -0.078 0.325
O -7.625 46.503 28.843 -0.162 -0.227 -0.087
O -15.13 15.433 21.755 -0.18 -0.261 0.379
O -1.704 35.832 24.368 -0.385 0.004 0.123
O 5.014 39.543 24.526 -0.03 0.069 0.267
O 6.102 39.236 28.79 -0.077 0.499 0.155
O 14.583 36.567 29.193 0.557 -0.137 -0.061
O 14.548 38.453 24.239 0.134 0.017 -0.483
O -5.516 54.415 21.166 -0.062 -0.109 0.504
O -1.297 50.508 30.88 0.307 -0.188 0.049
O -0.763 39.025 28.453 0.361 0.336 -0.498
O 3.635 43.678 20.387 -0.159 -0.024 0.128
O 3.555 39.149 26.578 -0.32 0.455 0.579
O 0.759 51.652 23.575 0.317 0.33 -0.407
O -14.008 62.017 28.924 -0.175 -0.069 -0.202
O 0.053 48.928 33.011 0.033 0.041 -0.241
O 1.922 58.495 22.213 -0.485 0.059 0.257
O 17.291 58.998 30.877 -0.135 -0.178 0.009
O 6.478 53.674 21.843 0.169 -0.097 0.149
O 3.216 51.964 24.715 0.184 -0.654 -0.143
O 7.411 62.416 28.556 0.244 0.123 0.546
O -5.329 67.553 26.461 -0.573 0.239 -0.025
O 1.049 64.144 22.796 0.608 -0.111 -0.042
O 3.656 60.47 22.1 -0.063 0.357 0.321
O 7.007 10.14 26.05 -0.53 -0.748 0.087
O 3.536 4.402 23.04 -0.291 0.514 -0.259
O 5.595 -13.086 25.948 -0.054 -0.683 0.245
O 5.607 0.051 21.008 0.055 0.141 0.242
O -7.487 7.562 30.443 -0.285 0.17 -0.108
O 5.484 -7.353 28.845 -0.403 0.255 0.019
O 1.15 4.637 25.155 -0.212 0.251 0.065
O 2.687 13.569 20.747 0.249 0.141 0.118
O -1.015 24.817 21.685 -0.3 0.207 0.676
O 12.34 13.275 23.269 -0.396 0.419 -0.137
O 10.887 10.377 21.115 -0.339 0.56 -0.45
O -2.005 29.773 30.848 0.69 0.188 0.02
O 4.743 23.277 22.643 -0.396 0.497 0.273
O 0.082 22.354 21.095 -0.231 0.159 0.155
O -1.079 2.399 19.824 -0.339 0.4 0.165
O 0.923 17.68 26.221 -0.077 -0.154 0.076
O 14.532 24.07 24.553 0.218 0.54 -0.25
O 7.264 23.336 23.027 0.311 -0.095 0.226
O -1.159 33.26 24.507 -0.411 -0.114 0.435
O 2.311 31.664 21.172 0.144 -0.708 -0.05
O 4.321 23.688 20.02 -0.213 -0.038 -0.004
O 13.491 39.934 26.051 0.508 0.646 0.332
O 13.045 48.306 20.475 -0.261 0.593 0.05
O 3.703 35.706 32.108 0.455 -0.302 -0.409
O -6.911 29.852 28.656 0.179 0.539 0.24
O 4.378 29.309 21.311 -0.351 0.082 -0.039
O 6.935 42.033 21.742 -0.05 0.422 0.018
O 4.145 50.465 22.082 0.068 0.559 0.37
O 10.483 41.57 23.539 0.375 0.051 -0.097
O 13.667 48.111 24.835 0.017 -0.187 0.142
O 7.311 47.256 22.287 0.469 -0.548 0.03
O 13.241 53.689 20.42 0.107 -0.308 0.193
O 20.958 46.704 26.846 0.131 0.074 0.225
O 9.945 43.892 22.249 0.215 0.061 0.137
O 10.154 50.276 21.937 -0.092 -0.488 0.188
O 0.757 56.207 21.745 0.013 0.043 0.325
O 4.665 66.427 28.39 -0.493 0.399 -0.48
O 12.259 47.281 22.718 -0.398 -0.232 0.136
O 14.475 71.963 22.091 0.079 -0.078 0.36
O 12.44 59.478 29.129 0.263 0.08 0.577
O 11.003 48.021 24.85 0.056 -0.251 0.036
O 8.215 51.867 21.079 0.257 -0.075 0.594
O 21.713 63.125 27.068 -0.532 0.29 -0.163
O 11.517 65.229 23.305 -0.163 -0.117 0.187
O 18.45 62.906 24.862 0.321 0.268 0.095
O 1.514 46.441 23.697 -0.005 -0.428 -0.128
O 22.944 -4.506 26.64 0.212 -0.219 -0.379
O 7.319 7.773 23.736 0.321 -0.107 0.38
O 13.461 2.859 25.761 -0.038 0.29 -0.022
O 18.299 2.478 23.815 0.198 -0.219 0.171
O 25.741 12.76 28.762 0.086 0.304 -0.302
O 13.917 0.752 24.237 0.232 0.048 -0.485
O 9.933 -3.369 19.705 -0.159 -0.003 -0.317
O 16.78 9.735 23.379 0.429 0.411 0.415
O 7.197 3.864 25.837 -0.026 -0.064 0.054
O 14.137 19.132 21.26 0.057 -0.11 0.229
O 5.61 10.861 23.868 0.289 -0.18 -0.26
O 2.671 23.95 31.881 0.046 -0.221 0.02
O 2.795 27.472 20.282 -0.248 -0.201 0.335
O 5.106 9.366 21.748 -0.348 -0.278 0.086
O 21.246 8.025 24.916 -0.059 0.351 0.045
O 18.123 22.643 19.054 0.284 0.135 -0.122
O 16.011 16.704 30.628 -0.226 0.245 0.087
O 19.606 19.186 29.693 0.142 -0.59 -0.098
O 21.973 50.426 29.436 0.089 -0.595 -0.59
O 23.688 35.415 26.123 0.4 0.504 0.348
O 17.88 20.654 31.104 0.045 -0.453 -0.233
O 12.264 29.807 23.985 -0.399 0.031 -0.142
O 16.654 30.106 21.797 0.511 -0.426 0.28
O 5.428 34.647 27.657 -0.03 -0.093 0.483
O 12.314 36.004 21.73 0.583 -0.209 -0.124
O 17.222 32.422 23.132 0.463 0.764 0.002
O 5.118 43.591 30.255 0.162 -0.035 -0.618
O 6.899 30.251 29.217 -0.203 -0.116 0.641
O 18.471 46.116 26.213 0.214 0.036 -0.006
O 16.179 37.939 20.833 0.004 0.104 0.4
O 5.329 48.43 21.102 -0.228 -0.24 -0.598
O 14.726 43.087 26.536 -0.107 -0.444 -0.463
O 15.506 49.605 23.75 0.126 -0.536 -0.357
O 31.496 59.633 32.217 -0.329 0.244 -0.072
O 7.155 57.975 21.873 -0.117 -0.084 0.418
O 32.733 44.342 21.688 0.394 0.101 0.52
O 23.368 55.083 29.223 0.498 0.23 0.438
O 15.031 54.96 22.659 -0.184 -0.551 0.132
O 11.719 60.929 27.029 -0.169 0.223 -0.01
O 18.944 52.009 20.868 0.03 0.144 0.362
O 14.267 61.447 22.98 -0.093 -0.395 0.074
O 19.761 64.44 29.581 0.346 0.095 -0.098
O 7.558 63.615 21.586 -0.262 -0.092 0.219
O 10.075 59.822 25.147 -0.162 0.34 -0.037
O 4.253 -3.893 25.329 0.314 0.148 -0.331
O 5.619 5.711 23.932 0.163 -0.252 -0.543
O -5.7 0.377 28.206 -0.241 -0.072 -0.099
O -6.988 -16.623 30.328 0.03 0.23 -0.646
O 15.214 1.025 26.529 -0.296 -0.056 0.275
O -9.622 12.877 28.399 0.057 0.28 0.057
O 2.069 19.84 27.476 0.137 0.082 -0.289
O -5.241 16.932 25.619 0.337 -0.156 -0.319
O -4.372 19.73 29.125 -0.023 0.376 -0.06
O -3.749 33.084 27.885 0.349 0.116 0.243
O -0.179 32.461 20.728 -0.182 -0.395 -0.241
O 12.51 25.888 28.717 0.356 0.142 0.017
O 3.904 37.703 28.674 -0.213 -0.512 0.373
O 0.391 28.888 26.31 -0.605 -0.031 0.348
O -1.667 40.682 30.473 -0.122 0.225 -0.198
O -5.312 39.125 30.373 0.165 0.347 -0.226
O 4.88 44.546 22.579 0.443 -0.17 0.164
O 2.715 38.272 24.303 -0.067 -0.136 -0.787
O -5.745 43.921 24.759 0.301 0.418 -0.292
O -7.758 57.734 24.099 -0.211 0.294 0.296
O -2.156 43.895 28.916 -0.401 -0.305 0.164
O 1.677 58.09 25.675 -0.005 0.525 0.35
O -19.937 62.593 21.151 -0.328 -0.335 0.3
O -5.239 57.843 23.675 -0.344 -0.196 -0.513
O -0.515 63.03 24.538 -0.147 -0.241 0.334
O 21.503 70.184 32.163 0.722 -0.123 0.228
O -0.407 57.142 26.936 -0.598 -0.091 0.17
O -3.437 58.185 21.839 0.312 -0.05 -0.063
O 11.502 60.551 32.099 0.321 -0.048 -0.414
O 7.585 51.841 30.564 0.019 0.34 -0.082
O 1.571 72.083 26.741 -0.389 -0.321 0.689
O -4.898 13.402 30.281 -0.207 0.012 0.612
O -8.404 10.596 28.534 -0.377 -0.604 0.373
O -1.134 9.065 21.437 -0.041 -0.081 -0.442
O -4.594 4.76 26.212 0.156 0.233 0.372
O 9.375 7.236 22.059 0.312 -0.215 0.51
O 12.774 25.934 31.679 0.009 -0.168 -0.319
O 20.397 21.412 28.733 -0.261 0.415 0.042
O -0.164 26.922 28.538 -0.54 -0.28 -0.018
O -2.932 20.634 26.026 -0.029 -0.223 0.281
O 11.164 33.085 32.741 -0.243 -0.13 0.134
O 7.911 21.367 31.061 0.024 -0.098 -0.288
O -1.342 12.96 26.278 0.302 -0.089 0.454
O 4.851 31.945 21.48 0.299 0.325 0.216
O 5.133 11.229 30.577 0.136 -0.138 -0.132
O 11.846 18.187 22.236 0.394 0.112 0.399
O -1.138 55.352 20.05 0.267 0.313 -0.274
O 5.932 27.555 25.953 -0.483 0.117 -0.151
O 6.442 47.007 24.832 -0.098 0.112 -0.144
O 5.267 37.447 20.307 -0.536 0.243 -0.48
O 8.469 48.62 24.235 0.107 0.217 -0.396
O 12.621 41.955 28.057 0.237 -0.193 0.466
O 25.764 67.129 30.212 -0.062 -0.184 -0.174
O -1.236 51.241 21.764 -0.229 0.316 0.078
O 8.987 55.923 27.787 -0.046 0.196 0.353
O 9.063 56.186 21.977 0.098 0.318 0.243
O 36.399 58.415 24.096 0.323 -0.368 0.107
O 17.212 65.061 25.43 0.422 0.132 -0.115
O -2.769 66.979 21.633 -0.019 -0.176 0.415
O 9.646 65.214 25.822 -0.483 0.218 -0.318
O 8.716 -1.673 23.874 -0.522 0.151 0.01
O 12.723 8.647 21.851 -0.355 -0.042 0.383
O 14.147 -4.015 25.498 -0.053 -0.034 0.711
O -13.527 10.389 29.645 0.372 -0.179 -0.097
O 11.776 11.608 28.434 0.176 0.401 -0.3
O 3.32 9.599 23.562 -0.275 -0.083 0.004
O 12.66 11.951 25.485 -0.195 -0.107 0.339
O 31.359 16.167 28.259 0.429 -0.093 -0.076
O 19.019 9.011 26.052 0.498 0.688 0.297
O -0.561 2.672 24.547 0.024 0.408 -0.462
O 7.848 12.404 30.682 -0.298 -0.563 0.09
O 17.436 32.749 25.778 -0.191 0.353 0.148
O 0.31 18.285 28.643 0.108 0.021 0.175
O 2.405 30.658 26.695 0.397 -0.078 -0.309
O 16.479 11.268 21.136 0.537 0.247 -0.075
O 15.751 25.072 26.643 0.112 0.302 -0.251
O 25.34 24.245 21.399 0.258 0.428 0.113
O 3.285 34.047 22.074 -0.133 0.177 0.288
O 3.7 39.081 21.647 -0.188 -0.024 0.191
O 8.756 31.033 23.418 0.329 -0.027 -0.25
O 6.093 38.401 22.489 0.304 0.17 -0.136
O 18.67 35.637 24.02 0.081 -0.748 0.28
O 14.213 39.706 21.442 -0.04 -0.239 0.383
O 17.394 42.688 25.926 0.261 -0.282 0.408
O 19.325 45.932 21.539 -0.439 0.201 -0.33
O 11.303 55.093 26.957 0.347 0.243 -0.268
O 16.288 44.988 25.419 -0.324 -0.041 -0.263
O 25.43 46.63 17.523 0.125 -0.416 0.121
O 18.777 59.347 28.774 0.191 -0.005 -0.011
O 19.991 53.99 26.253 0.133 0.165 0.468
O 14.052 61.362 28.378 0.339 0.362 -0.592
O -3.086 63.516 24.283 -0.326 -0.189 -0.035
O 5.584 -5.634 30.752 -0.236 0.122 -0.27
O 13.668 -6.111 26.882 0.321 -0.683 0.038
O 4.016 11.72 21.954 -0.172 0.318 0.467
O -4.789 11.121 32.658 -0.16 -0.108 0.183
O -8.396 27.824 29.509 0.104 -0.241 0.058
O 4.207 12.135 28.271 -0.489 -0.388 -0.354
O 10.668 15.852 32.14 -0.2 -0.096 0.126
O -7.402 20.407 26.861 -0.054 -0.491 0.294
O 14.159 29.428 22.162 -0.476 0.644 -0.237
O 13.998 4.198 21.723 0.131 0.114 0.334
O 6.489 15.477 21.75 0.301 -0.209 0.276
O -3.095 24.314 26.749 -0.397 0.072 -0.269
O 14.173 18.253 29.477 -0.282 -0.027 0.335
O -2.069 30.881 28.386 0.289 0.422 -0.414
O -3.45 34.119 23.473 -0.169 -0.609 0.35
O -18.968 33.199 20.201 -0.454 -0.318 0.376
O 2.831 31.866 30.569 -0.182 0.073 0.24
O 7.283 40.455 23.748 0.301 -0.193 0.13
O 12.235 35.29 29.158 -0.098 0.066 0.054
O -7.302 47.491 26.492 0.042 0.27 0.196
O 9.707 24.438 30.098 0.314 0.365 -0.042
O -2.916 56.579 23.901 -0.233 -0.289 0.507
O -5.22 57.214 28.613 -0.113 -0.294 0.167
O 1.007 51.326 26.172 0.22 -0.456 0.036
O -4.806 44.201 30.563 -0.013 0.08 -0.36
O 6.851 42.095 31.503 -0.013 0.011 -0.374
O 3.526 48.051 23.04 0.04 -0.054 0.579
O 5.024 53.892 23.987 -0.082 -0.082 0.058
O -4.367 52.211 22.164 0.365 0.369 0.133
O -0.076 47.602 25.396 -0.144 0.032 0.364
O 12.869 52.034 30.663 0.002 -0.338 -0.128
O -9.847 56.428 27.015 0.141 0.193 -0.536
O -4.656 68.631 22.613 0.114 -0.123 0.194
O 7.436 57.741 30.699 0.124 0.01 -0.365
O -7.268 74.05 27.033 -0.244 -0.07 -0.086
O 12.686 68.807 28.191 0.415 0.442 -0.146
O 14.727 56.528 30.944 0.223 0.486 -0.179
O 6.326 19.031 25.23 0.3 -0.354 0.347
O 4.835 16.572 23.478 0.025 -0.431 0.464
O 5.027 14.541 27.411 -0.59 0.135 -0.474
O 3.686 8.349 32.164 0.076 0.253 -0.053
O 2.509 16.049 24.898 0.391 -0.702 0.29
O 10.292 18.187 27.861 -0.551 0.262 -0.455
O 14.782 14.171 23.902 0.312 0.331 -0.014
O 6.889 -0.229 28.156 0.46 0.006 0.689
O 5.462 23.322 27.712 -0.532 0.452 0.124
O 11.738 30.634 28.357 -0.355 -0.094 0.61
O 2.845 28.023 26.528 0.412 0.163 -0.196
O -5.028 27.556 30.396 -0.521 0.095 -0.164
O 10.839 31.999 24.615 0.353 0.242 0.269
O 13.449 28.317 28.911 0.08 -0.019 -0.433
O 8.776 38.639 29.142 0.269 -0.538 0.155
O 4.052 25.458 29.952 0.081 -0.532 -0.209
O -1.74 28.694 24.704 -0.092 -0.016 0.627
O -6.046 32.835 30.321 0.083 -0.025 -0.335
O 1.666 32.652 28.344 -0.43 -0.051 -0.096
O -5.173 39.916 27.201 -0.398 -0.363 -0.02
O -0.628 27.51 21.307 -0.309 -0.063 -0.053
O -6.04 37.344 32.128 -0.357 -0.232 -0.289
O 7.067 35.48 20.999 -0.185 -0.582 0.087
O 12.769 45.849 32.192 0.482 0.422 -0.046
O 8.467 33.228 24.971 -0.011 0.121 0.624
O 16.593 44.202 27.975 0.582 0.321 0.153
O 7.306 51.715 27.918 0.395 -0.363 -0.094
O -1.193 49.808 26.288 -0.327 -0.171 0.406
O 15.172 42.135 21.708 -0.163 0.306 -0.215
O 1.895 47.264 31.108 -0.257 0.166 0.099
O 19.074 42.712 29.471 -0.299 -0.023 -0.314
O 10.852 64.906 30.646 -0.332 -0.419 -0.218
O 33.211 53.67 21.306 -0.345 -0.189 0.33
O 1.539 55.361 27.128 0.238 0.208 0.102
O 19.977 51.486 30.695 0.093 0.242 -0.608
O 6.26 66.746 26.207 -0.05 -0.563 -0.025
O 16.028 56.732 24.383 0.492 0.205 -0.414
O 7.271 67.523 23.83 -0.152 -0.317 0.09
O -1.178 63.307 21.562 -0.235 0.102 -0.224
O 3.614 70.551 25.613 0.497 -0.242 0.525
O 5.568 -5.606 20.732 0.246 0.259 0.205
O 15.995 0.376 21.272 0.341 0.36 0.235
O 4.368 -4.523 27.862 0.265 -0.025 0.264
O 13.61 -2.823 30.638 -0.276 -0.107 -0.196
O 7.762 12.188 24.574 0.122 0.376 -0.75
O 13.081 14.344 28.381 -0.189 -0.26 -0.538
O 9.314 12.252 21.997 0.006 0.201 0.269
O 4.189 36.524 22.459 0.138 -0.158 0.177
O 4.109 25.735 26.126 -0.181 -0.637 -0.118
O 18.173 25.706 27.386 0.087 -0.071 0.244
O 18.873 36.741 26.452 -0.265 -0.533 0.31
O 9.452 19.541 30.034 -0.285 0.2 -0.135
O 13.95 41.057 23.614 0.291 0.418 0.312
O 14.459 44.085 19.942 0.185 -0.344 0.018
O 16.488 49.218 20.983 0.085 0.158 0.657
O 12.309 44.206 26.856 0.264 0.67 -0.161
O 19.506 43.428 24.358 -0.198 0.12 0.334
O 12.044 37.715 25.968 0.496 -0.189 -0.213
O 20.907 55.497 21.944 -0.084 0.082 0.39
O 17.57 67.461 26.353 0.604 0.209 0.23
O 11.984 67.132 30.018 0.207 -0.339 0.503
O 15.711 59.191 25.242 0.161 0.482 0.038
O 15.517 63.449 29.049 -0.143 0.315 -0.158
O -17.675 10.789 24.943 -0.003 0.226 -0.372
O 1.785 -14.594 32.233 -0.101 -0.143 -0.176
O -2.718 2.032 32.434 0.138 0.301 0.29
O -6.101 10.969 30.473 -0.179 -0.21 -0.136
O -1.733 -4.376 20.345 0.398 -0.229 0.02
O -11.706 19.435 27.279 0.361 0.503 0.288
O 10.004 15.608 27.592 0.114 -0.336 0.272
O -10.475 21.112 23.651 -0.214 -0.339 -0.021
O -7.746 16.14 25.438 -0.322 -0.198 -0.334
O -9.783 47.764 31.536 -0.016 -0.126 -0.086
O -1.235 34.443 22.115 0.326 0.355 0.094
O 7.905 32.698 29.108 0.005 0.083 -0.336
O 5.854 33.512 25.291 -0.242 -0.16 -0.542
O -1.221 24.665 31.2 0.272 0.044 -0.065
O -8.921 54.046 26.751 0.369 0.006 -0.198
O -9.309 36.828 28.278 0.021 -0.411 0.384
O -0.919 46.57 33.675 -0.079 -0.217 -0.069
O -0.418 50.9 28.474 0.034 0.488 0.164
O 2.386 47.198 28.476 -0.387 0.202 -0.277
O -1.301 52.475 26.664 0.197 0.486 0.562
O 14.238 46.102 21.536 0.034 0.101 0.446
O 10.309 57.416 26.125 0.254 -0.046 0.135
O 9.793 49.989 26.093 0.152 -0.091 0.391
O 8.417 1.944 21.458 -0.214 0.236 -0.272
O 2.432 7.09 24.331 -0.155 0.068 -0.531
O 5.461 4.526 29.577 -0.457 -0.328 -0.131
O 8.373 13.793 26.488 -0.539 -0.101 0.262
O -5.705 5.237 21.238 0.161 -0.286 -0.1
O 5.084 21.328 20.876 -0.132 -0.177 0.126
O -0.05 17.672 21.471 0.33 -0.006 -0.048
O 6.734 10.823 20.327 -0.23 0.461 0.27
O 7.375 15.78 27.842 0.171 0.038 0.273
O -7.069 18.547 24.838 -0.432 0.094 -0.486
O -2.356 23.668 29.15 -0.108 -0.569 0.11
O 7.82 22.807 26.599 0.185 0.356 -0.567
O 6.835 36.768 31.302 -0.056 0.27 -0.684
O 7.689 13.196 33.044 0.257 0.074 0.734
O 4.127 20.494 31.836 0.167 0.038 -0.463
O -7.116 22.217 28.737 -0.076 -0.281 0.02
O 7.236 35.111 23.554 -0.383 0.027 0.158
O 10.556 22.096 21.058 0.046 -0.106 0.63
O 4.521 28.066 29.334 0.123 0.368 -0.499
O 9.557 37.042 25.915 -0.36 -0.151 0.087
O -9.672 34.124 31.92 -0.427 0.036 -0.613
O 10.149 39.185 22.449 0.074 0.034 -0.091
O 11.564 35.237 26.573 0.069 -0.053 -0.11
O 7.704 28.955 27.084 0.104 0.42 -0.034
O 14.67 54.623 25.192 0.286 0.174 0.327
O -7.085 61.674 22.138 -0.175 -0.458 0.739
O 2.805 55.97 24.838 0.086 -0.326 -0.799
O 12.651 53.125 25.744 -0.249 -0.152 -0.428
O -9.443 74.641 31.139 0.372 0.035 -0.456
O 5.247 44.748 25.234 0.052 0.021 0.372
O 13.051 46.463 29.714 -0.123 0.269 -0.636
O 7.136 63.536 31.497 0.003 0.104 -0.494
O 6.739 3.926 21.886 -0.337 0.353 0.374
O 25.121 10.092 18.91 -0.117 -0.005 0.161
O 18.412 -4.897 24.067 -0.572 0.042 0.005
O 12.486 16.764 27.76 0.161 0.218 0.067
O -5.997 13.167 24.916 0.029 0.793 -0.183
O 6.754 30.183 22.013 0.397 -0.026 -0.134
O 14.863 37.227 26.633 0.142 -0.069 0.058
O -4.069 49.869 23.438 0.205 0.17 -0.13
O 3.563 44.852 28.277 -0.18 -0.044 -0.313
O 6.812 55.818 23.348 -0.091 0.138 0.396
O 25.177 36.947 22.203 0.063 0.31 0.265
O 28.391 39.454 23.966 -0.03 -0.603 -0.34
O 19.748 49.044 29.79 0.144 -0.226 -0.505
O 4.069 57.42 26.64 0.021 0.017 0.222
O 19.422 57.502 30.625 0.352 -0.249 -0.232
O 17.294 42.438 23.356 0.065 -0.255 0.144
O 9.118 3.91 23.022 -0.062 0.237 0.53
O 7.783 63.516 26.252 -0.108 -0.008 -0.382
O -1.958 2.747 30.08 0.082 0.267 -0.646
O 8.898 9.725 22.831 -0.243 0.237 0.508
O 13.253 59.162 24.271 -0.242 0.384 -0.016
O 3.579 6.239 30.628 -0.205 -0.395 -0.353
O 12.429 24.779 23.012 -0.225 -0.104 0.07
Si 0.059 2.708 8.14 -0.005 -0.011 0.006
Si 2.767 -0.025 8.178 -0.009 0.004 0.016
Si 0.081 8.13 8.108 -0.004 -0.001 -0.015
Si 2.807 5.415 8.102 0.006 -0.016 -0.013
Si 0.009 13.64 8.104 -0.009 -0.022 0.004
Si 2.772 10.871 8.14 0.005 0.009 -0.005
Si 0.037 19.034 8.08 -0.002 -0.006 -0.003
Si 2.766 16.342 8.063 -0.01 -0.015 -0.002
Si -0.011 24.485 8.11 -0.018 -0.004 -0.001
Si 2.758 21.734 8.118 -0.003 0.008 0.006
Si -0.024 29.94 8.118 -0.01 -0.039 -0.014
Si 2.717 27.228 8.111 -0.015 -0.004 -0.006
Si -0.049 35.407 8.16 -0.019 -0.007 0.004
Si 2.663 32.673 8.145 0.023 0.011 0.001
Si -0.057 40.852 8.233 0.015 -0.014 0.007
Si 2.685 38.149 8.191 0.001 -0.018 0.003
Si -0.052 46.307 8.258 0.003 0.019 -0.002
Si 2.714 43.576 8.238 -0.002 0.012 -0.001
Si -0.055 51.736 8.257 0.009 0.011 0.002
Si 2.653 49.025 8.275 0.003 -0.008 0.001
Si -0.029 57.151 8.232 0.003 0.018 0.001
Si 2.684 54.428 8.259 0.002 -0.007 -0.003
Si 0.008 62.583 8.2 0.027 0.009 -0.003
Si 2.703 59.853 8.255 -0.003 0.005 0.012
Si 5.508 2.713 8.138 -0.006 0.021 0.012
Si 8.209 0 8.167 -0.001 -0.004 -0.005
Si 5.505 8.136 8.122 0.018 0.009 -0.004
Si 8.234 5.407 8.144 0.006 0.025 0.006
Si 5.501 13.63 8.108 0.007 0.014 0.02
Si 8.208 10.895 8.09 -0.014 -0.009 0.003
Si 5.468 19.043 8.052 0 0.001 -0.004
Si 8.203 16.317 8.079 0.001 -0.007 0.01
Si 5.463 24.482 8.096 0.022 -0.006 -0.003
Si 8.184 21.741 8.051 -0.003 -0.009 -0.006
Si 5.381 29.916 8.114 -0.016 -0.005 -0.006
Si 8.11 27.185 8.116 0.009 -0.016 0.004
Si 5.405 35.425 8.169 0.019 0.006 0.014
Si 8.105 32.665 8.144 -0.014 -0.013 0.004
Si 5.428 40.868 8.179 -0.004 0.009 -0.008
Si 8.128 38.15 8.121 0.02 0.001 0.002
Si 5.407 46.319 8.248 -0.005 -0.018 -0.004
Si 8.154 43.602 8.23 -0.014 -0.002 0.008
Si 5.422 51.717 8.258 -0.008 0.015 -0.004
Si 8.142 49.027 8.246 0.006 0.007 0.004
Si 5.431 57.131 8.272 0.001 0.011 0.005
Si 8.159 54.416 8.278 0.019 0.023 0.006
Si 5.462 62.594 8.233 0.001 -0.007 0.004
Si 8.161 59.847 8.267 -0.001 -0.007 0.003
Si 10.944 2.69 8.149 0.006 -0.01 0.008
Si 13.665 -0.025 8.185 -0.01 0.012 0.005
Si 10.948 8.167 8.127 -0.021 0.015 0.003
Si 13.686 5.42 8.155 0.004 0.009 0.016
Si 10.907 13.623 8.072 -0.02 -0.005 0
Si 13.651 10.921 8.108 0.024 -0.002 -0.005
Si 10.926 19.044 8.067 0.022 -0.014 -0.003
Si 13.638 16.337 8.053 -0.013 -0.003 -0.014
Si 10.887 24.437 8.104 -0.005 0.016 -0.001
Si 13.619 21.752 8.077 -0.007 -0.009 0
Si 10.838 29.941 8.167 0.009 0.001 0.014
Si 13.613 27.203 8.146 0.011 0.008 0.012
Si 10.824 35.422 8.138 -0.001 0.01 -0.003
Si 13.562 32.71 8.128 0.029 0.023 0
Si 10.838 40.912 8.176 -0.011 -0.016 0.01
Si 13.56 38.167 8.172 0.018 0.022 0
Si 10.853 46.317 8.235 0.001 -0.006 0.001
Si 13.568 43.602 8.199 -0.022 -0.003 -0.009
Si 10.85 51.733 8.253 0.003 -0.003 0.003
Si 13.57 49.026 8.282 0.009 0.008 0.014
Si 10.904 57.108 8.261 -0.003 0.008 0.006
Si 13.57 54.427 8.242 -0.014 -0.008 -0.005
Si 10.929 62.587 8.218 0.006 0.015 0.003
Si 13.612 59.842 8.236 -0.016 -0.014 0.01
Si 1.434 4.076 9.489 -0.008 -0.007 -0.005
Si 4.147 1.348 9.508 0.006 -0.008 -0.003
Si 1.406 9.513 9.486 -0.013 0.006 0
Si 4.152 6.782 9.49 -0.019 0.012 0.001
Si 1.392 14.996 9.449 0.004 0.025 0.009
Si 4.142 12.25 9.475 -0.002 -0.02 0
Si 1.369 20.388 9.47 0 -0.008 0
Si 4.108 17.697 9.445 0.002 0.001 -0.003
Si 1.355 25.852 9.458 0.003 0.009 0.001
Si 4.092 23.129 9.461 0.006 0.007 0.007
Si 1.317 31.294 9.479 -0.019 0.028 -0.003
Si 4.036 28.575 9.49 0.008 -0.01 0.006
Si 1.306 36.771 9.509 0.014 -0.002 0.004
Si 4.023 34.037 9.479 -0.009 -0.009 -0.003
Si 1.316 42.228 9.569 -0.002 -0.001 -0.008
Si 4.042 39.522 9.533 0.01 0.005 -0.007
Si 1.31 47.66 9.645 0.003 0.008 0.008
Si 4.047 44.957 9.603 0.002 -0.004 -0.005
Si 1.339 53.07 9.637 0.011 -0.006 -0.006
Si 4.069 50.352 9.632 -0.006 -0.011 -0.008
Si 1.353 58.491 9.613 0.004 -0.003 -0.001
Si 4.081 55.763 9.634 0.003 -0.011 0
Si 1.404 63.936 9.53 -0.003 -0.018 -0.01
Si 4.11 61.215 9.581 -0.018 0.008 0
Si 6.876 4.06 9.507 0.008 -0.007 0.002
Si 9.587 1.338 9.531 -0.005 0 -0.007
Si 6.858 9.529 9.471 -0.007 -0.011 0.002
Si 9.575 6.816 9.484 0.004 0.004 -0.005
Si 6.852 14.98 9.483 0.002 -0.006 0.005
Si 9.567 12.256 9.466 0.008 0.003 0.008
Si 6.812 20.407 9.434 0.013 0.017 0.005
Si 9.55 17.694 9.438 -0.017 -0.008 -0.006
Si 6.788 25.817 9.486 -0.006 0.007 0.003
Si 9.519 23.081 9.454 0.006 -0.011 0.001
Si 6.728 31.288 9.462 -0.006 -0.015 0.005
Si 9.456 28.554 9.467 -0.022 0.008 0
Si 6.76 36.801 9.492 -0.019 0.017 -0.002
Si 9.472 34.039 9.475 0.009 0.021 0.001
Si 6.769 42.236 9.555 0.011 -0.002 -0.002
Si 9.472 39.516 9.483 0 0 -0.006
Si 6.793 47.656 9.617 0.006 -0.005 -0.003
Si 9.507 44.955 9.612 -0.01 0.003 0.004
Si 6.809 53.047 9.644 0.015 -0.021 0.001
Si 9.511 50.365 9.633 -0.002 0.009 -0.004
Si 6.817 58.486 9.637 -0.009 0.006 0.011
Si 9.55 55.758 9.64 -0.007 -0.005 0.003
Si 6.862 63.961 9.554 -0.012 0.009 -0.002
Si 9.563 61.224 9.588 0.01 -0.003 -0.01
Si 12.293 4.075 9.502 0.006 0.012 0.004
Si 15.025 1.358 9.518 0.014 -0.008 0.005
Si 12.294 9.552 9.48 0.001 0.002 0.004
Si 15.038 6.807 9.498 0.012 -0.002 0.009
Si 12.268 14.989 9.438 0.018 -0.006 0.012
Si 14.986 12.283 9.473 -0.007 0.019 0.009
Si 12.257 20.397 9.456 -0.023 -0.019 0.002
Si 14.988 17.683 9.445 0.004 0.011 0.002
Si 12.225 25.823 9.457 0.007 0.002 0.004
Si 14.952 23.12 9.455 -0.012 0.016 0.007
Si 12.228 31.311 9.468 0.02 0.008 -0.003
Si 14.967 28.574 9.477 0.008 -0.002 0.012
Si 12.181 36.789 9.481 0.006 -0.005 0.003
Si 14.909 34.054 9.484 -0.018 0.019 0.005
Si 12.203 42.253 9.561 0.005 0.001 0
Si 14.9 39.497 9.566 -0.01 -0.018 0.006
Si 12.219 47.652 9.639 0.003 0.003 0.003
Si 14.919 44.941 9.609 0.005 -0.009 -0.001
Si 12.24 53.065 9.635 -0.007 -0.001 -0.005
Si 14.947 50.373 9.658 -0.006 -0.003 0.004
Si 12.267 58.487 9.612 0.004 -0.012 -0.003
Si 14.957 55.784 9.605 -0.003 0.001 -0.006
Si 12.302 63.947 9.568 0.01 -0.012 -0.004
Si 14.987 61.224 9.578 0 0.005 -0.007
Si 0.052 -0.018 10.868 0.02 0 -0.007
Si 2.794 2.719 10.862 -0.001 0.002 0.003
Si 0.065 5.443 10.853 -0.007 0.016 -0.001
Si 2.788 8.164 10.838 -0.004 -0.002 -0.003
Si 0.017 10.9 10.805 -0.005 -0.004 -0.021
Si 2.747 13.616 10.809 -0.004 -0.005 -0.016
Si 0.009 16.334 10.833 -0.018 -0.009 -0.007
Si 2.722 19.023 10.833 0 0.015 -0.007
Si -0.018 21.757 10.814 0.005 -0.013 0.003
Si 2.708 24.486 10.82 -0.007 -0.002 -0.002
Si -0.007 27.213 10.824 -0.008 0.019 -0.007
Si 2.668 29.933 10.838 0.017 -0.017 0.008
Si -0.065 32.656 10.792 -0.018 0.004 -0.009
Si 2.651 35.381 10.832 0.003 -0.001 -0.001
Si -0.072 38.112 10.875 -0.008 0.004 -0.001
Si 2.675 40.869 10.912 -0.004 -0.005 0.004
Si -0.033 43.578 10.954 0.038 -0.024 -0.003
Si 2.694 46.302 10.991 -0.008 -0.011 -0.006
Si -0.023 49.015 11.043 -0.003 0.015 0.006
Si 2.717 51.704 11.001 0.003 0.016 -0.004
Si -0.001 54.455 11.001 -0.014 0.007 0.004
Si 2.737 57.148 10.983 -0.005 0.017 -0.004
Si 0.021 59.881 10.96 0.016 0 0
Si 2.761 62.592 10.91 0.006 0.004 -0.002
Si 5.5 -0.001 10.894 -0.002 0.009 0.005
Si 8.229 2.708 10.882 -0.009 0.01 0.004
Si 5.541 5.442 10.859 0.031 -0.026 0.002
Si 8.229 8.188 10.853 0.003 -0.002 -0.009
Si 5.501 10.887 10.848 0.008 0.004 0
Si 8.211 13.614 10.851 -0.023 0.006 0.008
Si 5.469 16.346 10.827 0.003 0.001 0.003
Si 8.177 19.054 10.803 0.002 -0.015 0
Si 5.443 21.762 10.818 0.001 0.009 -0.008
Si 8.151 24.441 10.819 0.017 -0.007 -0.002
Si 5.389 27.174 10.803 0.01 -0.019 0
Si 8.076 29.905 10.801 -0.004 0.011 0.004
Si 5.357 32.645 10.81 -0.002 0 -0.009
Si 8.104 35.404 10.814 0.004 0.002 -0.002
Si 5.39 38.141 10.86 0.003 0.003 0.008
Si 8.125 40.85 10.872 -0.016 -0.013 -0.002
Si 5.413 43.594 10.935 -0.001 0.008 -0.001
Si 8.154 46.305 10.996 -0.006 0 -0.003
Si 5.449 48.998 11.01 0.003 0.001 0.001
Si 8.174 51.699 11.033 -0.007 -0.012 0.004
Si 5.473 54.421 11.009 -0.003 0.001 0.005
Si 8.218 57.141 10.995 0.026 -0.019 0.001
Si 5.475 59.877 10.975 -0.013 0.018 -0.002
Si 8.222 62.605 10.944 0.003 0.006 -0.002
Si 10.932 -0.018 10.915 -0.002 -0.004 -0.007
Si 13.648 2.718 10.867 -0.01 -0.006 0.004
Si 10.934 5.464 10.847 -0.02 0.017 -0.013
Si 13.653 8.187 10.84 0.023 0.013 -0.004
Si 10.928 10.909 10.86 -0.009 -0.013 -0.001
Si 13.608 13.628 10.835 0.015 -0.023 0.003
Si 10.897 16.335 10.82 -0.003 0.012 0.001
Si 13.616 19.037 10.818 0.01 0.002 -0.007
Si 10.867 21.735 10.83 0.011 0.004 -0.001
Si 13.582 24.471 10.821 -0.026 -0.01 0.001
Si 10.833 27.182 10.791 -0.01 -0.008 -0.011
Si 13.589 29.934 10.805 0.021 0.001 0.002
Si 10.856 32.668 10.798 0.017 -0.012 -0.002
Si 13.537 35.409 10.803 0.015 0.005 0.001
Si 10.823 38.156 10.829 -0.014 0.014 -0.006
Si 13.551 40.878 10.916 -0.004 -0.004 0.002
Si 10.872 43.596 10.971 0.013 0.009 0.005
Si 13.583 46.293 11.011 -0.002 0.006 0.013
Si 10.872 49.012 11.021 -0.015 0.014 -0.008
Si 13.6 51.73 11.04 -0.008 0.008 0.004
Si 10.909 54.412 11.033 0.005 -0.003 0.002
Si 13.63 57.148 10.991 -0.003 0.014 0.002
Si 10.926 59.868 10.965 0.002 -0.005 -0.007
Si 13.646 62.588 10.95 -0.024 0.004 0.01
Si 1.426 1.339 12.206 -0.001 -0.016 -0.009
Si 4.196 4.066 12.206 -0.007 0.015 -0.01
Si 1.424 6.821 12.2 0.002 0.002 -0.001
Si 4.139 9.526 12.214 -0.012 -0.017 0.003
Si 1.367 12.255 12.165 -0.015 -0.016 -0.003
Si 4.103 14.971 12.179 -0.006 0.014 -0.003
Si 1.348 17.69 12.223 0.011 -0.002 0.023
Si 4.071 20.405 12.176 -0.003 -0.021 -0.002
Si 1.338 23.125 12.165 -0.013 0.02 -0.002
Si 4.036 25.862 12.202 0.023 0.012 -0.012
Si 1.315 28.585 12.206 -0.03 -0.031 0.009
Si 4.011 31.29 12.193 0.001 0.042 0.019
Si 1.279 33.994 12.153 0.015 0.017 -0.013
Si 3.991 36.765 12.162 0.011 -0.004 -0.01
Si 1.265 39.504 12.216 -0.004 -0.037 -0.01
Si 4.032 42.24 12.277 -0.001 0.009 -0.002
Si 1.335 44.924 12.336 -0.011 0.018 0.001
Si 4.082 47.636 12.369 0.016 0.001 0.002
Si 1.377 50.358 12.412 0.028 -0.016 0
Si 4.119 53.033 12.356 -0.008 -0.033 -0.002
Si 1.379 55.817 12.37 0.03 0.003 0.004
Si 4.124 58.507 12.335 0.006 -0.012 0.002
Si 1.423 61.242 12.288 0.002 0.002 -0.008
Si 4.142 63.951 12.243 -0.017 -0.016 -0.009
Si 6.875 1.347 12.254 0.008 -0.008 0.005
Si 9.577 4.109 12.214 0.018 -0.012 -0.003
Si 6.899 6.816 12.228 0.001 0.027 0.004
Si 9.579 9.543 12.241 0.002 0.009 0
Si 6.859 12.247 12.221 0.017 -0.013 0.001
Si 9.562 14.979 12.229 -0.002 -0.012 0
Si 6.83 17.711 12.19 -0.007 0.021 0
Si 9.482 20.416 12.22 0.001 -0.015 0
Si 6.765 23.131 12.206 0.009 0.005 0.005
Si 9.492 25.813 12.165 0.004 0.005 0.006
Si 6.716 28.532 12.156 -0.02 -0.009 -0.001
Si 9.469 31.28 12.083 -0.008 0.004 -0.019
Si 6.713 34.026 12.119 -0.012 0.01 -0.012
Si 9.461 36.778 12.15 0.012 0.001 -0.005
Si 6.749 39.498 12.214 0.008 0.021 -0.002
Si 9.494 42.175 12.251 -0.01 -0.003 -0.009
Si 6.772 44.93 12.324 0 0.008 -0.001
Si 9.524 47.64 12.397 0 0.002 -0.003
Si 6.853 50.307 12.41 0.002 0.015 -0.007
Si 9.56 53.039 12.409 -0.014 -0.025 0.002
Si 6.88 55.773 12.367 0.006 0.017 -0.001
Si 9.6 58.504 12.354 0.004 0.025 -0.007
Si 6.87 61.242 12.316 -0.003 -0.018 0.008
Si 9.598 63.955 12.32 0.022 0.016 0.01
Si 12.287 1.37 12.246 -0.01 0.009 -0.006
Si 15.002 4.099 12.209 0.008 0.006 0.002
Si 12.283 6.833 12.209 0.001 0.004 -0.003
Si 14.976 9.59 12.193 0.016 -0.008 -0.005
Si 12.255 12.294 12.242 0.01 0.007 0.011
Si 14.975 14.967 12.201 0.01 0.015 0.002
Si 12.231 17.704 12.194 0.006 -0.005 -0.005
Si 14.944 20.412 12.193 -0.028 -0.021 -0.011
Si 12.215 23.111 12.179 -0.015 -0.005 -0.003
Si 14.942 25.854 12.153 0.023 0.005 -0.021
Si 12.201 28.561 12.105 0.01 0.012 -0.013
Si 14.941 31.301 12.157 0.011 0.005 0.007
Si 12.215 34.031 12.15 0.006 0.027 0.011
Si 14.884 36.719 12.185 -0.009 -0.001 0.001
Si 12.164 39.496 12.221 0.004 -0.006 -0.004
Si 14.923 42.214 12.298 -0.008 0.01 -0.004
Si 12.222 44.941 12.389 0.002 -0.022 0.007
Si 14.954 47.636 12.406 0 0.002 0.011
Si 12.242 50.356 12.412 0.007 -0.012 -0.001
Si 14.991 53.099 12.391 0.001 0.012 -0.003
Si 12.285 55.794 12.379 -0.004 -0.025 -0.005
Si 15 58.527 12.335 -0.01 0.008 -0.009
Si 12.292 61.226 12.333 -0.009 -0.001 -0.006
Si 15.032 63.975 12.262 0.02 -0.006 -0.002

Results
total energy: -383133.877 eV
total energy less fixed offsets of O -438.25, Si -107.07 eV per atom: 32.763 eV
